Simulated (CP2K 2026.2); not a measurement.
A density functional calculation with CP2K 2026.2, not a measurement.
Periodic cell of 2016 atoms, Si1440O576, from a study of silicon, its oxide and their interface. The atomic structure is a simulated model.
Doubt: the forces sum to 4.46 eV/angstrom along one axis rather than to zero, so they err by at least 0.0022 eV/angstrom per atom on average; the grid cutoff is modest.

Settings
functional: PBE
method: Gaussian and plane waves
basis set: DZVP-MOLOPT-SR-GTH
pseudopotentials: GTH-PBE
grid cutoff: 350 Ry, relative cutoff 50 Ry
k points: Gamma only
occupations: fixed
spin: none
net charge: 0

Cell vectors (angstrom)
a	65.28	0	0
b	0	16.32	0
c	0.4422	0.8546	33.2437

Atoms and the computed forces on them: element, x, y, z (angstrom), force x, y, z (eV/angstrom)
Si	1.696	14.641	0.41	-0.077	0.116	0.769
Si	4.135	1.206	0.543	-0.033	0.256	0.704
Si	1.14	4.407	0.005	0.21	-0.279	0.71
Si	4.056	6.866	0.444	0.022	-0.016	0.533
Si	2.268	9.834	33.208	-0.142	0.192	0.756
Si	3.887	12.363	0.137	0.307	-0.192	0.709
Si	6.95	16.283	33.184	0.402	-0.586	0.516
Si	10.151	0.868	0.058	-0.2	0.01	0.749
Si	6.66	5.558	33.076	0.302	-0.202	0.788
Si	9.81	8.162	33.202	0.067	-0.308	0.692
Si	7.06	9.367	0.264	-0.098	0.015	0.745
Si	9.8	12.09	0.177	-0.119	0.064	0.73
Si	12.304	14.974	0.472	0.013	-0.021	0.444
Si	14.567	1.708	0.076	0.173	-0.129	0.75
Si	12.173	3.752	0.025	-0.048	0.325	0.624
Si	15.576	7.577	33.199	-0.299	0.071	0.737
Si	12.022	9.953	0.233	0.043	-0.09	0.767
Si	14.611	12.899	0.193	0.036	-0.19	0.611
Si	17.7	14.752	0.36	-0.096	0.308	0.57
Si	20.512	1.257	0.264	-0.126	0.041	0.758
Si	17.255	4.388	0.011	0.24	-0.097	0.78
Si	20.15	7.15	0.19	0.214	-0.417	0.561
Si	17.831	9.385	0.123	-0.293	0.284	0.607
Si	20.006	12.556	0.289	0.155	-0.094	0.63
Si	23.175	16.271	33.202	0.179	-0.279	0.723
Si	25.955	2.48	33.138	0.253	-0.235	0.632
Si	23.206	3.755	0.072	-0.075	0.228	0.742
Si	25.998	7.837	32.978	0.246	-0.257	0.641
Si	23.21	9.118	0.004	-0.047	0.205	0.668
Si	26.249	12.967	33.107	0.156	-0.172	0.669
Si	28.592	14.772	0.022	0.207	-0.199	0.691
Si	32.21	1.525	33.097	-0.146	0.196	0.726
Si	28.709	3.99	0.031	-0.066	-0.086	0.675
Si	31.206	7.038	0.044	0.058	-0.204	0.689
Si	29.312	9.99	33.044	-0.261	0.235	0.706
Si	31.567	11.758	0.084	-0.169	0.255	0.806
Si	33.977	14.881	0.347	0.002	-0.008	0.533
Si	36.726	1.296	0.585	-0.06	0.036	0.604
Si	34.991	4.156	33.011	-0.174	0.321	0.705
Si	37.793	7.039	33.234	-0.197	0.099	0.78
Si	33.736	9.54	0.134	0.228	-0.043	0.68
Si	36.575	13.54	33.089	0.263	-0.114	0.723
Si	38.972	15.512	0.075	0.168	-0.364	0.732
Si	41.665	1.808	0.066	0.13	-0.095	0.704
Si	39.481	3.989	0.46	-0.026	0.019	0.492
Si	42.195	7.867	33.139	0.319	-0.115	0.707
Si	40.119	10.234	33.231	-0.193	0.035	0.656
Si	42.398	12.052	0.295	-0.064	-0.008	0.656
Si	45.117	14.568	0.057	-0.12	0.312	0.664
Si	47.751	2.376	33.233	0.208	-0.068	0.705
Si	45.162	3.811	0.077	-0.1	0.044	0.721
Si	47.959	6.48	0.076	-0.17	0.134	0.799
Si	44.573	9.816	0.003	0.158	-0.138	0.681
Si	47.465	12.45	0.135	0.102	-0.196	0.692
Si	51.054	15.606	33.064	-0.14	0.106	0.703
Si	53.483	1.142	0.071	-0.232	0.025	0.72
Si	50.694	5.157	33.095	0.223	-0.324	0.696
Si	52.999	7.114	0.034	0.041	-0.242	0.69
Si	50.642	9.179	0.018	-0.048	0.132	0.742
Si	53.294	13.343	33.017	0.127	-0.18	0.724
Si	55.576	15.176	0.179	0.128	-0.061	0.743
Si	58.293	1.73	0.146	0.06	-0.291	0.729
Si	56.01	3.838	0.208	-0.044	0.221	0.721
Si	58.132	7.228	0.373	0.052	-0.077	0.763
Si	55.839	9.379	0.075	-0.144	0.298	0.655
Si	58.683	12.05	0.069	-0.164	0.246	0.763
Si	61.476	14.94	0.213	-0.318	0.084	0.666
Si	64.036	2.435	33.202	0.34	-0.147	0.644
Si	61.261	3.754	0.155	-0.008	0.3	0.622
Si	64.119	6.6	0.016	-0.228	0.166	0.713
Si	60.901	9.823	0.099	0.239	-0.11	0.762
Si	64.173	13.618	33.219	0.176	-0.405	0.665
Si	2.707	16.238	1.769	-0.008	-0.033	-0.021
Si	5.421	2.958	1.352	0.03	0.02	-0.018
Si	2.636	5.425	1.544	-0.014	-0.008	-0.047
Si	5.509	8.232	1.604	0.031	0.014	-0.029
Si	2.733	10.736	1.35	-0.039	0.001	-0.05
Si	5.527	13.629	1.257	0.003	0.005	-0.025
Si	8.263	16.343	1.238	-0.025	0.034	-0.037
Si	10.884	2.584	1.534	-0.037	-0.021	-0.038
Si	8.129	5.553	1.101	-0.015	-0.01	-0.041
Si	10.852	8.328	1.458	-0.004	0.004	-0.055
Si	8.24	10.935	1.509	0.001	0.017	-0.072
Si	10.864	13.591	1.619	-0.004	0.008	-0.058
Si	13.644	0.14	1.6	0.019	0.019	-0.062
Si	16.159	2.839	1.383	0.005	-0.011	-0.069
Si	13.422	5.514	1.133	0.044	-0.022	-0.039
Si	16.231	8.229	1.389	-0.017	-0.021	-0.047
Si	13.602	11.126	1.436	0.039	0.002	-0.069
Si	16.183	13.702	1.739	-0.004	-0.032	-0.039
Si	18.92	0.076	1.467	0.017	0.002	-0.065
Si	21.77	2.688	1.561	0.025	-0.007	-0.069
Si	18.99	5.418	1.262	-0.011	-0.024	-0.035
Si	21.747	8.141	1.551	0.031	0.017	-0.027
Si	18.93	10.919	1.519	0.019	-0.012	-0.033
Si	21.722	13.723	1.328	0.04	0.03	-0.043
Si	24.461	16.331	1.26	0.008	-0.018	0.006
Si	27.191	2.665	1.226	0	-0.015	-0.008
Si	24.454	5.413	1.175	0.009	0.004	-0.021
Si	27.199	8.054	1.09	-0.003	-0.002	-0.004
Si	24.41	10.784	1.19	-0.011	-0.024	-0.053
Si	27.265	13.327	1.284	-0.034	0.024	-0.027
Si	30.034	16.133	1.265	0.019	0.024	-0.051
Si	32.776	2.448	1.125	-0.072	0.005	-0.071
Si	30.08	5.366	1.285	0.005	0.022	-0.051
Si	32.622	8.093	1.555	0	0.005	-0.035
Si	29.926	10.66	1.316	-0.009	-0.007	-0.07
Si	32.588	13.404	1.45	-0.023	-0.021	-0.041
Si	35.305	16.21	1.713	-0.039	-0.03	-0.032
Si	38.106	2.683	1.779	0.026	0.017	-0.023
Si	35.475	5.181	1.084	-0.023	0.007	-0.072
Si	38.154	8.061	1.241	0.002	0.005	-0.081
Si	35.346	10.865	1.207	0.01	0.007	-0.08
Si	37.951	13.638	1.147	-0.007	-0.01	-0.094
Si	40.721	0.084	1.365	0.038	-0.02	-0.095
Si	43.464	2.742	1.319	0.029	-0.012	-0.053
Si	40.859	5.509	1.497	0.018	0.008	-0.043
Si	43.468	8.107	1.19	-0.03	0.002	-0.039
Si	40.789	10.835	1.437	0.001	-0.02	-0.044
Si	43.61	13.564	1.534	0.023	-0.005	-0.039
Si	46.163	16.296	1.311	-0.008	-0.028	-0.016
Si	49.034	2.683	1.152	-0.03	0.019	-0.036
Si	46.325	5.384	1.355	-0.001	0.005	-0.06
Si	49.068	8.082	1.371	0.004	0.012	-0.068
Si	46.242	10.854	1.341	-0.02	-0.014	-0.043
Si	49.056	13.676	1.3	0.03	0.013	-0.034
Si	51.751	16.311	1.207	0.019	-0.015	-0.067
Si	54.51	2.658	1.521	0.002	-0.003	-0.06
Si	51.82	5.424	1.227	-0.016	0.016	-0.044
Si	54.385	8.25	1.507	0.006	-0.004	-0.048
Si	51.737	10.907	1.203	-0.002	0.013	-0.043
Si	54.327	13.59	1.318	-0.026	-0.005	-0.055
Si	57.169	0.06	1.396	0.023	-0.001	-0.047
Si	59.8	2.73	1.612	-0.02	-0.002	-0.04
Si	57.068	5.496	1.517	0.033	-0.041	-0.048
Si	59.818	8.305	1.527	0.028	0.004	-0.07
Si	57.061	10.951	1.354	0.024	-0.022	-0.049
Si	59.849	13.67	1.344	-0.02	0.025	-0.038
Si	62.656	0.077	1.532	0.007	0.041	-0.031
Si	65.282	2.712	1.217	-0.018	0.006	-0.042
Si	62.476	5.461	1.277	0.017	-0.02	-0.068
Si	0.058	8.132	1.321	0.015	0.009	-0.086
Si	62.633	10.983	1.204	-0.004	0.034	-0.054
Si	65.273	13.585	1.555	-0.013	-0.017	-0.061
Si	1.268	1.413	2.795	-0.054	0.047	0.016
Si	4.046	4.109	2.854	0.015	-0.017	0.007
Si	1.301	6.826	2.841	-0.001	-0.006	0.042
Si	4.096	9.576	2.864	-0.024	0.007	0.012
Si	1.356	12.103	2.762	0.056	0.007	0.038
Si	4.205	14.863	2.861	0.061	-0.05	0.045
Si	6.885	1.492	2.606	-0.028	-0.038	-0.001
Si	9.42	4.113	2.587	-0.037	0.036	-0.009
Si	6.893	6.785	2.779	0.027	-0.045	0.016
Si	9.543	9.597	2.907	-0.002	0.016	0.033
Si	6.819	12.319	2.743	-0.054	0.002	-0.002
Si	9.438	15.001	2.805	0.003	0.031	0.01
Si	12.247	1.402	2.973	0.029	-0.022	0.019
Si	14.785	4.213	2.685	-0.017	0.016	0.032
Si	12.197	6.847	2.66	0.023	-0.011	-0.02
Si	14.9	9.618	2.728	-0.021	0.015	0.013
Si	12.266	12.311	2.95	0.002	-0.001	0.041
Si	14.94	15.137	3.017	-0.022	0.018	0.047
Si	17.561	1.477	2.75	0.004	-0.005	-0.005
Si	20.339	4.114	2.722	-0.024	0.021	0.017
Si	17.662	6.834	2.691	0.004	-0.01	0.019
Si	20.389	9.582	2.81	-0.031	0.027	0.005
Si	17.561	12.219	2.907	0.037	-0.009	0.022
Si	20.342	15.001	2.776	-0.007	0.004	0.02
Si	23.169	1.29	2.794	-0.005	-0.018	0.03
Si	25.838	4.058	2.59	0.004	0.022	0.001
Si	23.14	6.691	2.71	0.009	-0.039	0.034
Si	25.85	9.43	2.536	0.01	0.009	0.012
Si	23.105	12.241	2.575	-0.022	-0.005	0.012
Si	25.864	14.857	2.524	0.017	0.011	0.028
Si	28.611	1.265	2.536	0.001	-0.006	0.006
Si	31.438	3.915	2.527	0.023	-0.03	0.024
Si	28.566	6.711	2.555	0.007	0.016	0.012
Si	31.237	9.423	2.835	-0.024	0.043	0.029
Si	28.591	12.041	2.688	0.02	0.011	0.018
Si	31.24	14.797	2.758	-0.012	-0.01	0.027
Si	33.911	1.306	2.849	0.016	0.038	0.045
Si	36.641	4.086	2.844	-0.044	0.024	0.031
Si	34.115	6.597	2.551	0.054	-0.034	0.005
Si	36.736	9.461	2.538	-0.008	0.001	0.017
Si	34.016	12.087	2.747	0.009	0.009	0.048
Si	36.762	14.818	2.83	0.024	-0.03	0.03
Si	39.505	1.292	2.954	0.029	-0.004	0.063
Si	42.256	4.132	2.77	-0.006	-0.021	0.028
Si	39.45	6.839	2.792	-0.008	0.006	0.029
Si	42.18	9.437	2.717	0.036	-0.018	0.019
Si	39.338	12.265	2.583	-0.022	0.052	0.006
Si	42.127	14.985	2.672	-0.022	0.031	0.022
Si	44.787	1.312	2.675	0.022	0.011	0.017
Si	47.703	4.006	2.662	0.021	-0.022	0.021
Si	44.894	6.794	2.596	-0.014	0.011	0.005
Si	47.643	9.478	2.644	0.016	0.019	0.015
Si	44.972	12.189	2.826	0.01	-0.031	0.045
Si	47.647	15.01	2.656	-0.03	-0.007	0.007
Si	50.364	1.344	2.571	-0.017	-0.008	-0.007
Si	53.079	4.08	2.7	0.006	0.038	0.009
Si	50.437	6.725	2.701	0.013	-0.025	0.03
Si	53.032	9.65	2.75	-0.018	0.003	0.029
Si	50.359	12.232	2.628	-0.003	-0.015	0.016
Si	53.018	14.966	2.695	0.015	0.021	0.049
Si	55.849	1.333	2.869	0.004	-0.006	0.044
Si	58.478	4.177	2.877	-0.014	0.002	0.022
Si	55.694	6.826	2.848	-0.019	0.009	0.032
Si	58.416	9.642	2.823	-0.023	0.019	0.047
Si	55.722	12.298	2.71	0.001	0.009	-0.005
Si	58.503	14.992	2.736	0.004	0.008	0.019
Si	61.2	1.347	2.874	0.01	0.005	0.018
Si	63.897	4.091	2.653	0.016	-0.016	0.026
Si	61.198	6.831	2.725	-0.005	-0.018	0.011
Si	63.959	9.576	2.609	-0.024	-0.006	-0.006
Si	61.247	12.292	2.684	0.018	-0.017	0.019
Si	63.981	15.023	2.884	-0.005	-0.015	0.015
Si	65.285	16.388	4.229	0.01	0.003	0.044
Si	2.68	2.73	4.158	-0.006	-0.008	0.005
Si	65.214	5.433	4.123	-0.005	-0.032	-0.005
Si	2.71	8.183	4.167	-0.021	-0.007	-0.015
Si	65.258	10.835	4.134	-0.003	0.003	0.022
Si	2.744	13.516	4.125	-0.015	0.008	-0.017
Si	5.53	16.391	4.059	-0.01	0.017	-0.029
Si	8.147	2.797	4.081	-0.005	0.007	0.008
Si	5.45	5.484	4.145	0.018	0.016	-0.014
Si	8.174	8.178	4.179	-0.026	0.017	-0.004
Si	5.453	10.97	4.152	0.011	0.023	0.004
Si	8.122	13.649	4.176	0.011	-0.024	0.013
Si	10.821	16.334	4.196	0.012	0.001	-0.01
Si	13.586	2.842	4.198	0.032	0	0.002
Si	10.818	5.469	3.999	-0.021	-0.032	-0.012
Si	13.551	8.202	4.059	-0.007	0.026	-0.001
Si	10.903	10.927	4.257	0.003	-0.01	-0.011
Si	13.574	13.706	4.279	0.008	-0.004	-0.017
Si	16.341	0.147	4.258	-0.005	0.023	0.017
Si	18.989	2.769	4.092	0.008	-0.008	0.015
Si	16.258	5.497	4.047	-0.005	-0.013	-0.022
Si	19.021	8.165	4.094	0.011	-0.026	0.001
Si	16.239	10.853	4.216	0.013	0.01	0.011
Si	19.01	13.614	4.141	0	0.018	-0.017
Si	21.748	16.303	4.127	-0.009	0.003	0.005
Si	24.527	2.71	4.041	-0.003	0.015	0.021
Si	21.745	5.409	4.085	0.018	-0.001	0.004
Si	24.519	8.102	3.985	-0.008	0.017	-0.018
Si	21.789	10.943	4.066	-0.001	0.021	0.035
Si	24.494	13.558	3.957	0.002	0.01	0.004
Si	27.225	16.235	3.915	-0.011	-0.011	-0.007
Si	29.969	2.637	3.914	0	-0.018	-0.007
Si	27.215	5.385	3.964	-0.022	-0.003	0.006
Si	29.847	8.03	4.056	-0.015	-0.02	-0.002
Si	27.172	10.74	4.007	-0.023	-0.013	0
Si	29.877	13.457	4.078	0.009	-0.01	0.004
Si	32.571	16.202	4.117	-0.009	0.004	0.004
Si	35.309	2.673	4.156	0	-0.005	0.017
Si	32.722	5.296	3.961	-0.001	-0.005	-0.014
Si	35.39	8.072	3.932	-0.019	0.007	-0.022
Si	32.632	10.793	4.121	-0.02	0.015	0.011
Si	35.356	13.467	4.119	0.01	-0.009	-0.009
Si	38.095	16.215	4.182	-0.003	-0.008	0.023
Si	40.884	2.748	4.143	0.004	0.006	-0.005
Si	38.064	5.459	4.114	-0.007	0.026	-0.001
Si	40.832	8.149	4.134	0.014	0	0.02
Si	38.057	10.833	3.968	0.014	-0.001	-0.018
Si	40.748	13.581	3.987	-0.004	-0.006	-0.002
Si	43.485	16.299	4.082	-0.005	0.006	0.007
Si	46.257	2.67	3.989	-0.012	0.011	-0.021
Si	43.612	5.472	4.085	-0.005	0.018	0.009
Si	46.26	8.134	3.994	-0.004	-0.017	0.009
Si	43.544	10.813	4.079	-0.003	-0.004	-0.001
Si	46.338	13.614	4.073	-0.01	0.008	-0.006
Si	49.003	16.355	4.013	-0.003	-0.001	-0.002
Si	51.688	2.702	4.007	-0.002	-0.014	0.001
Si	49.029	5.385	4.046	-0.01	0.007	-0.016
Si	51.708	8.182	4.06	-0.008	-0.009	-0.011
Si	48.99	10.872	4.002	-0.002	0.011	-0.003
Si	51.679	13.592	4.052	0.005	0	-0.032
Si	54.405	16.287	4.109	-0.001	-0.023	-0.014
Si	57.15	2.754	4.2	0.004	-0.01	-0.015
Si	54.361	5.435	4.15	0.008	-0.002	0.01
Si	57.1	8.206	4.151	0.023	-0.014	-0.005
Si	54.414	10.943	4.121	-0.008	-0.009	-0.003
Si	57.113	13.638	4.076	0.002	0.004	-0.003
Si	59.839	16.295	4.175	-0.002	-0.003	0.01
Si	62.578	2.77	4.127	0.029	0.021	-0.018
Si	59.872	5.52	4.172	-0.003	0.006	0.007
Si	62.591	8.213	4.027	0.018	0.013	0.007
Si	59.865	10.969	4.106	0.001	0.006	-0.016
Si	62.559	13.624	4.13	-0.017	0.003	-0.001
Si	1.366	15.015	16.405	-0.009	0.005	0.001
Si	4.118	1.397	16.364	0.005	-0.001	-0.015
Si	1.34	4.095	16.327	0.001	-0.017	-0.008
Si	4.103	6.875	16.406	0.011	0.012	0.001
Si	1.354	9.567	16.406	0.009	0.01	0.015
Si	4.115	12.322	16.364	0.009	0.008	-0.007
Si	6.832	14.988	16.391	-0.001	0.005	-0.006
Si	9.493	1.389	16.332	0.002	0.004	-0.005
Si	6.8	4.136	16.408	0.007	-0.027	-0.005
Si	9.528	6.879	16.356	0.004	0	-0.002
Si	6.847	9.57	16.408	0.001	0.017	0.012
Si	9.563	12.245	16.426	0	-0.011	-0.001
Si	12.238	14.919	16.291	-0.021	-0.006	-0.002
Si	14.987	1.406	16.24	0.011	-0.007	-0.009
Si	12.271	4.087	16.31	0.014	0	-0.005
Si	14.996	6.827	16.332	0.009	0	0.002
Si	12.226	9.548	16.353	-0.011	-0.012	-0.014
Si	14.955	12.265	16.292	0.003	-0.015	-0.003
Si	17.694	14.964	16.186	0	-0.001	-0.04
Si	20.445	1.368	16.253	0.001	-0.001	-0.003
Si	17.736	4.109	16.278	0.012	0.02	-0.016
Si	20.414	6.761	16.373	-0.011	-0.002	0.002
Si	17.701	9.448	16.321	-0.024	-0.008	-0.009
Si	20.472	12.155	16.236	-0.01	0.034	-0.021
Si	23.184	14.913	16.241	-0.004	-0.003	-0.016
Si	25.881	1.305	16.306	-0.01	0.02	-0.001
Si	23.152	4.062	16.326	0.007	0.011	-0.018
Si	25.859	6.741	16.349	0.02	-0.024	0.007
Si	23.141	9.479	16.318	-0.017	0.003	-0.006
Si	25.868	12.173	16.332	-0.016	0	0.002
Si	28.568	14.917	16.287	-0.004	-0.02	0.004
Si	31.336	1.323	16.284	-0.007	0.001	0
Si	28.607	4.041	16.282	0.006	-0.019	-0.016
Si	31.239	6.708	16.272	0.007	-0.016	0.002
Si	28.527	9.466	16.332	-0.013	0.009	0.006
Si	31.295	12.201	16.283	-0.005	-0.007	-0.009
Si	34.014	14.964	16.312	0.032	-0.001	0.008
Si	36.751	1.327	16.269	-0.009	0.016	-0.006
Si	34.004	4.06	16.263	0.012	0.003	-0.007
Si	36.718	6.778	16.27	-0.01	0.02	-0.021
Si	33.98	9.522	16.213	-0.001	0.002	-0.018
Si	36.706	12.253	16.255	0.016	0.012	-0.012
Si	39.445	14.948	16.316	0.005	0.007	0.007
Si	42.164	1.365	16.316	0.007	0.009	-0.007
Si	39.45	4.047	16.281	-0.003	-0.004	-0.006
Si	42.17	6.8	16.29	0.021	0.004	0.003
Si	39.426	9.489	16.276	-0.007	-0.006	-0.002
Si	42.153	12.211	16.319	-0.003	-0.001	-0.012
Si	44.846	14.938	16.257	-0.017	-0.001	-0.014
Si	47.596	1.345	16.248	0.003	-0.014	-0.015
Si	44.836	4.076	16.308	0.001	-0.002	-0.005
Si	47.544	6.794	16.328	0.017	-0.025	0.002
Si	44.833	9.51	16.348	-0.005	-0.008	0.002
Si	47.547	12.237	16.293	-0.004	0.001	0.013
Si	50.284	14.963	16.297	0.002	-0.004	-0.004
Si	53.053	1.412	16.294	-0.005	0.02	-0.006
Si	50.297	4.115	16.24	-0.005	0	-0.019
Si	53.036	6.786	16.291	0.011	0.002	-0.013
Si	50.257	9.509	16.247	-0.005	-0.001	-0.009
Si	53.024	12.258	16.323	-0.007	0.013	-0.009
Si	55.765	14.964	16.324	0.004	0.005	-0.012
Si	58.437	1.342	16.412	-0.01	-0.005	0.002
Si	55.756	4.075	16.411	-0.003	0.011	-0.006
Si	58.45	6.779	16.461	-0.015	-0.01	0.007
Si	55.754	9.53	16.374	-0.01	0.004	-0.006
Si	58.481	12.228	16.409	-0.013	0.025	0.003
Si	61.167	14.949	16.441	0.006	-0.02	0.001
Si	63.891	1.371	16.413	0.001	0.001	0.002
Si	61.129	4.092	16.428	-0.008	0.006	-0.004
Si	63.85	6.84	16.372	0.009	-0.012	-0.006
Si	61.158	9.511	16.417	-0.006	-0.022	0.008
Si	63.932	12.258	16.437	0.01	0.013	0.003
Si	2.783	16.367	17.733	0.021	0.003	-0.005
Si	5.442	2.752	17.762	-0.01	-0.003	0.026
Si	2.7	5.463	17.653	0.017	-0.016	-0.015
Si	5.495	8.232	17.786	-0.021	-0.005	-0.017
Si	2.789	10.942	17.699	0.011	0.001	-0.033
Si	5.467	13.661	17.77	-0.025	-0.024	-0.003
Si	8.189	16.35	17.75	-0.016	-0.003	0.019
Si	10.868	2.751	17.641	-0.001	-0.017	0.019
Si	8.178	5.538	17.718	-0.01	0.013	-0.004
Si	10.878	8.21	17.756	0.001	0.039	0.017
Si	8.217	10.889	17.819	0.011	0.001	0.021
Si	10.948	13.598	17.784	0.031	0	0.006
Si	13.633	16.313	17.516	0.019	0.005	-0.005
Si	16.333	2.793	17.591	-0.019	-0.004	0.006
Si	13.662	5.425	17.656	-0.019	-0.014	-0.028
Si	16.336	8.145	17.759	0.009	-0.007	0.047
Si	13.573	10.94	17.667	0	0.023	-0.024
Si	16.37	13.629	17.571	0.001	0.023	0.025
Si	19.008	16.347	17.518	-0.001	-0.007	0
Si	21.818	2.672	17.662	-0.019	-0.011	-0.03
Si	19.05	5.392	17.753	-0.008	0	0.027
Si	21.806	8.122	17.707	0.013	-0.009	-0.002
Si	19.114	10.801	17.596	0.019	0.011	-0.015
Si	21.883	13.479	17.554	0.023	-0.031	0.01
Si	24.488	16.271	17.646	-0.003	-0.002	-0.013
Si	27.28	2.67	17.624	-0.013	0.004	-0.002
Si	24.502	5.388	17.736	-0.026	-0.026	0.028
Si	27.193	8.093	17.743	-0.006	0.01	-0.001
Si	24.477	10.829	17.708	0.012	0.028	0.016
Si	27.208	13.576	17.674	-0.002	0.008	0.013
Si	30.01	16.228	17.606	0.011	0.01	-0.006
Si	32.646	2.744	17.654	-0.005	-0.002	-0.004
Si	29.952	5.328	17.728	0.029	-0.007	0.013
Si	32.6	8.142	17.499	0.008	0.019	-0.019
Si	29.899	10.871	17.63	0.022	0.019	0.011
Si	32.672	13.553	17.648	0.007	-0.005	-0.025
Si	35.376	16.361	17.664	-0.02	0.002	0.02
Si	38.113	2.664	17.641	0.004	-0.006	0.003
Si	35.375	5.403	17.619	-0.024	-0.004	0.035
Si	38.046	8.155	17.637	0.013	-0.012	0.021
Si	35.295	10.923	17.573	-0.025	0.006	-0.018
Si	38.072	13.57	17.65	-0.011	-0.023	0.019
Si	40.797	16.34	17.675	0.008	-0.003	-0.009
Si	43.521	2.711	17.711	-0.004	-0.002	0.019
Si	40.833	5.406	17.607	-0.012	-0.007	0.016
Si	43.463	8.157	17.735	-0.024	0.002	0.002
Si	40.794	10.812	17.653	-0.003	0.002	-0.009
Si	43.498	13.61	17.656	0.029	-0.004	0
Si	46.247	16.27	17.573	0.025	0	-0.024
Si	48.906	2.785	17.56	-0.006	-0.01	0.013
Si	46.145	5.448	17.694	-0.009	-0.006	0.002
Si	48.927	8.166	17.647	-0.009	0.012	0.019
Si	46.191	10.895	17.682	-0.018	0.006	0.006
Si	48.901	13.599	17.65	0.008	0.019	-0.01
Si	51.659	16.381	17.575	0	0.004	-0.006
Si	54.376	2.724	17.761	-0.023	-0.008	0.004
Si	51.683	5.409	17.622	-0.002	-0.001	-0.002
Si	54.37	8.142	17.665	0.001	-0.026	0.008
Si	51.577	10.895	17.581	-0.004	0.004	-0.016
Si	54.432	13.602	17.671	-0.019	-0.013	0.011
Si	57.062	16.293	17.767	0.003	-0.014	0.029
Si	59.787	2.683	17.793	0.012	0.005	-0.009
Si	57.106	5.386	17.845	-0.004	-0.01	0.038
Si	59.797	8.166	17.824	0.025	-0.004	-0.01
Si	57.109	10.879	17.772	0.014	-0.005	-0.005
Si	59.821	13.562	17.821	0.017	-0.002	0.015
Si	62.528	16.321	17.789	0.009	0.008	-0.015
Si	65.279	2.756	17.719	0.007	0.032	0.01
Si	62.457	5.521	17.75	-0.017	0.008	0.003
Si	65.198	8.214	17.72	-0.025	0.016	-0.004
Si	62.538	10.867	17.754	0.011	0.003	-0.007
Si	65.31	13.647	17.781	0	-0.024	0.023
Si	1.447	1.442	19.051	0.006	0.015	-0.007
Si	4.03	4.145	19.058	-0.016	0.013	-0.052
Si	1.279	6.784	18.95	0.003	-0.014	-0.03
Si	4.15	9.647	19.108	0.013	0.029	-0.032
Si	1.51	12.322	19.073	0.005	0.011	-0.05
Si	4.149	15.059	19.158	-0.016	0.021	-0.02
Si	6.837	1.399	19.122	-0.011	-0.027	-0.03
Si	9.585	4.192	19.01	0.033	0.004	-0.011
Si	6.846	6.858	19.159	0.021	0.001	0
Si	9.573	9.535	19.252	0.007	-0.01	-0.026
Si	6.824	12.288	19.122	0.007	-0.013	-0.022
Si	9.579	14.989	19.105	-0.006	0.027	-0.008
Si	12.228	1.271	18.85	-0.027	-0.028	-0.035
Si	15.011	4.091	19.055	0.039	0.031	0.013
Si	12.3	6.782	18.97	-0.006	-0.012	-0.022
Si	14.932	9.623	19.006	0.016	-0.031	-0.022
Si	12.336	12.254	19.192	-0.012	-0.005	0.01
Si	15.03	15.048	18.887	0.01	0.029	-0.03
Si	17.663	1.417	18.896	0.001	-0.029	-0.021
Si	20.471	3.984	19.055	-0.016	0.011	-0.023
Si	17.63	6.695	19.159	-0.035	-0.015	-0.027
Si	20.431	9.482	19.046	-0.014	-0.011	-0.004
Si	17.735	12.193	18.841	-0.001	0.014	-0.024
Si	20.424	14.888	18.646	-0.022	-0.012	-0.067
Si	23.142	1.288	19.039	0.007	0.026	0.013
Si	25.873	3.931	19.018	0.008	-0.03	-0.017
Si	23.149	6.785	19.121	0.022	-0.005	-0.013
Si	25.784	9.451	19.099	-0.023	-0.013	-0.003
Si	23.175	12.212	19.123	-0.03	0.039	-0.028
Si	25.791	14.904	19.028	-0.003	-0.028	-0.008
Si	28.712	1.314	18.911	0.03	0.041	-0.007
Si	31.323	3.987	19.175	-0.004	-0.037	0.02
Si	28.56	6.669	19.06	-0.023	0.008	-0.005
Si	31.246	9.434	18.894	-0.001	0.007	-0.03
Si	28.634	12.289	19.034	0.05	-0.017	-0.025
Si	31.361	14.902	19.025	-0.052	0.019	0.024
Si	34.068	1.508	19.017	0.05	-0.011	-0.036
Si	36.765	4.031	18.97	0	0.002	-0.007
Si	33.928	6.805	18.842	-0.019	0.014	-0.037
Si	36.617	9.577	18.9	0.014	-0.017	-0.02
Si	33.992	12.218	19.061	0.013	-0.023	0.019
Si	36.721	14.962	18.99	-0.007	0.02	-0.027
Si	39.469	1.37	19.084	0.004	0.011	-0.004
Si	42.136	4.087	19.069	-0.005	0.004	-0.009
Si	39.47	6.768	18.92	-0.001	0.002	-0.038
Si	42.083	9.497	19.133	0.014	-0.016	0.014
Si	39.414	12.138	18.98	-0.019	0.017	-0.033
Si	42.147	14.973	19.018	0.002	0.002	-0.003
Si	44.973	1.299	18.958	-0.016	0.03	-0.028
Si	47.507	4.04	18.981	-0.014	-0.021	-0.016
Si	44.803	6.801	19.117	0.016	-0.017	-0.002
Si	47.562	9.526	19.017	0.004	0.009	-0.026
Si	44.835	12.279	19.053	0.012	-0.006	-0.013
Si	47.547	14.958	19.013	-0.019	-0.023	0.003
Si	50.318	1.492	18.87	0.044	0.003	-0.041
Si	52.987	4.102	19.092	-0.001	0.006	-0.025
Si	50.323	6.766	18.931	0.005	0.008	-0.023
Si	52.918	9.523	18.884	-0.007	0.004	-0.037
Si	50.234	12.215	18.987	-0.015	-0.023	-0.008
Si	53.038	15.029	18.891	0.002	0.057	-0.055
Si	55.683	1.317	19.146	0.01	-0.017	-0.003
Si	58.457	3.958	19.252	-0.027	0.006	-0.019
Si	55.681	6.801	19.104	0.004	0.006	-0.04
Si	58.425	9.513	19.194	-0.015	-0.007	0.011
Si	55.752	12.248	19.112	-0.009	0.023	-0.01
Si	58.39	14.903	19.146	-0.011	-0.003	-0.019
Si	61.123	1.309	19.17	-0.001	-0.009	-0.009
Si	63.832	4.118	18.993	0.01	-0.037	-0.035
Si	61.146	6.851	19.246	0.017	0.004	0.005
Si	63.875	9.554	19.167	-0.009	-0.023	0
Si	61.214	12.173	19.173	-0.019	-0.005	-0.02
Si	63.903	14.976	19.143	0.016	-0.003	-0.005
Si	65.397	16.364	20.348	-0.01	-0.014	0.03
Si	2.674	2.873	20.5	-0.031	0.004	0.036
Si	65.144	5.524	20.327	-0.016	0.024	0.003
Si	2.652	8.184	20.163	0.004	-0.003	0.033
Si	65.353	10.981	20.327	-0.021	0.005	0.019
Si	2.887	13.629	20.531	0.026	-0.044	0.047
Si	5.463	16.437	20.587	-0.019	-0.002	0.057
Si	8.246	2.836	20.34	-0.022	0.002	0.033
Si	5.418	5.463	20.406	-0.025	-0.001	0.037
Si	8.219	8.095	20.651	-0.004	0.015	0.019
Si	5.535	10.943	20.589	-0.046	-0.04	0.02
Si	8.172	13.698	20.457	-0.021	-0.002	0.072
Si	11.025	16.3	20.406	0.013	0.007	0.045
Si	13.577	2.614	20.129	0.021	-0.022	0.069
Si	11.023	5.454	20.411	-0.002	-0.004	0.035
Si	13.587	8.186	20.29	-0.005	0.016	0.015
Si	10.956	10.952	20.654	-0.025	-0.003	0.065
Si	13.847	13.687	20.346	-0.004	-0.034	0.073
Si	16.284	16.473	20.279	-0.027	0.01	0.061
Si	19.046	2.603	20.338	0.018	0.01	0.059
Si	16.241	5.333	20.675	0.036	0.017	0.054
Si	19.082	8.112	20.39	0.009	0.008	0.068
Si	16.36	10.998	20.291	-0.031	0.015	0.049
Si	19.124	13.606	20.037	0.027	-0.008	0.051
Si	21.641	16.151	20.102	0.008	0.005	0.063
Si	24.608	2.503	20.455	0.002	0.01	0.019
Si	21.834	5.333	20.437	0.011	0.002	0.044
Si	24.455	8.131	20.609	-0.014	0.004	0.04
Si	21.715	10.869	20.453	0.035	0.012	0.077
Si	24.496	13.609	20.576	0.013	-0.019	0.068
Si	27.331	16.266	20.135	-0.005	-0.003	-0.031
Si	30.007	2.459	20.525	0.065	-0.01	0.007
Si	27.201	5.284	20.409	-0.008	-0.002	0.015
Si	29.947	8.07	20.319	0.026	0.011	0.041
Si	27.179	10.909	20.275	-0.011	0.005	0.025
Si	30.078	13.589	20.513	0.025	-0.054	0.037
Si	32.77	16.329	20.236	0.011	0.014	0.04
Si	35.391	2.881	20.48	-0.041	-0.013	0.025
Si	32.681	5.546	20.373	-0.015	-0.016	0.053
Si	35.227	8.2	20.168	-0.058	0.006	0.042
Si	32.565	10.772	20.285	0	0.003	0.069
Si	35.387	13.609	20.397	0.001	0.007	0.069
Si	38.073	16.318	20.38	-0.004	-0.01	0.06
Si	40.791	2.747	20.5	-0.004	-0.009	0.07
Si	38.173	5.373	20.258	0.024	0.007	0.05
Si	40.67	8.084	20.441	0.004	0.011	0.08
Si	37.969	10.835	20.332	0.017	0.038	0.044
Si	40.732	13.563	20.289	-0.018	0.014	0.029
Si	43.633	16.296	20.318	-0.008	-0.005	0.024
Si	46.281	2.596	20.424	0.041	0	0.039
Si	43.45	5.441	20.513	0.007	0.006	0.053
Si	46.185	8.202	20.412	-0.001	0.009	0.038
Si	43.426	10.948	20.436	0.001	0.015	0.051
Si	46.25	13.596	20.461	0.019	-0.005	0.045
Si	48.948	16.458	20.135	-0.042	0.04	0.044
Si	51.587	2.761	20.412	-0.007	-0.011	0.064
Si	48.898	5.439	20.213	0.002	0.016	0.042
Si	51.634	8.169	20.279	0.024	-0.015	0.035
Si	48.902	10.884	20.422	0	-0.002	0.038
Si	51.665	13.649	20.126	0.01	-0.013	0.02
Si	54.24	16.317	20.463	0	-0.004	0.051
Si	57.044	2.532	20.621	0.045	0.005	0.057
Si	54.28	5.479	20.489	0.007	0.005	0.071
Si	57.015	8.152	20.521	0.001	-0.025	0.041
Si	54.239	10.843	20.245	-0.018	-0.013	0.039
Si	57.055	13.591	20.608	0.009	-0.007	0.025
Si	59.778	16.192	20.525	0.027	-0.024	0.06
Si	62.523	2.741	20.394	0.001	0.036	0.033
Si	59.828	5.376	20.599	0.016	0.018	-0.004
Si	62.51	8.267	20.661	-0.033	-0.007	0.035
Si	59.807	10.848	20.574	0.017	0.024	0.046
Si	62.592	13.531	20.535	0.026	0	-0.01
Si	1.293	14.849	21.709	0.145	0.133	-0.623
Si	4.309	1.805	21.818	-0.186	-0.284	-0.708
Si	0.882	3.968	21.68	0.345	0.053	-0.696
Si	4.032	6.975	21.537	-0.043	-0.354	-0.705
Si	1.461	9.599	21.547	-0.186	-0.057	-0.674
Si	4.564	12.64	21.951	-0.259	-0.228	-0.722
Si	6.739	14.933	21.897	0.121	0.208	-0.724
Si	9.932	1.723	21.519	-0.06	-0.095	-0.819
Si	6.645	3.928	21.688	0.176	0.139	-0.716
Si	9.867	6.858	21.877	-0.283	-0.111	-0.617
Si	7.11	9.752	21.931	-0.325	-0.294	-0.657
Si	9.227	12.119	21.826	0.375	0.126	-0.738
Si	12.67	15.144	21.71	-0.18	-0.031	-0.669
Si	14.648	1.224	21.647	0.225	0.027	-0.724
Si	12.216	3.795	21.566	0.079	0.211	-0.693
Si	15.097	7.171	21.772	-0.24	-0.479	-0.679
Si	12.049	9.166	21.771	0.022	0.263	-0.71
Si	15.633	12.822	21.658	-0.123	-0.12	-0.73
Si	17.799	15.043	21.252	-0.037	0.035	-0.436
Si	20.032	0.814	21.487	-0.031	0.123	-0.674
Si	18	4.097	21.801	-0.48	-0.218	-0.576
Si	20.174	6.462	21.67	0.269	0.234	-0.722
Si	17.416	9.326	21.496	0.301	0.084	-0.768
Si	20.497	12.542	21.593	-0.035	-0.192	-0.649
Si	22.686	14.751	21.636	0.271	0.023	-0.652
Si	26.282	1.254	21.713	-0.32	-0.06	-0.559
Si	23.514	4.183	21.662	-0.149	-0.099	-0.745
Si	25.68	6.456	21.8	0.149	0.24	-0.72
Si	23.179	9.731	21.921	-0.226	-0.314	-0.767
Si	26.279	12.516	21.734	-0.514	-0.261	-0.635
Si	28.448	14.858	21.606	0.382	0.182	-0.613
Si	31.584	1.131	21.884	-0.384	-0.097	-0.676
Si	28.342	3.639	21.662	0.119	0.046	-0.694
Si	31.463	7.025	21.797	-0.083	-0.201	-0.646
Si	28.7	9.646	21.463	-0.163	-0.114	-0.712
Si	31.005	11.761	21.727	0.266	0.418	-0.73
Si	34.331	15.31	21.613	-0.122	-0.263	-0.78
Si	36.541	1.222	21.672	0.242	0.202	-0.733
Si	34.477	4.767	21.684	-0.022	-0.243	-0.781
Si	36.708	6.834	21.272	0.015	-0.052	-0.492
Si	33.674	9.227	21.623	0.098	0.056	-0.753
Si	36.97	12.482	21.694	-0.127	-0.108	-0.741
Si	39.202	14.678	21.635	0.034	0.182	-0.7
Si	42.527	1.562	21.582	-0.233	-0.001	-0.763
Si	39.603	4.334	21.855	-0.109	-0.235	-0.735
Si	41.804	6.568	21.857	0.224	0.098	-0.752
Si	38.838	9.06	21.592	0.144	0.016	-0.765
Si	42.25	12.56	21.747	-0.195	-0.376	-0.607
Si	44.654	14.711	21.769	0.319	0.319	-0.592
Si	47.999	1.544	21.756	-0.305	-0.105	-0.678
Si	44.681	3.767	21.654	0.094	0.238	-0.74
Si	47.822	6.985	21.568	-0.254	-0.081	-0.711
Si	45.052	9.841	21.682	-0.038	-0.145	-0.704
Si	47.347	11.989	21.809	0.163	0.19	-0.737
Si	50.464	15.222	21.303	0.091	-0.014	-0.676
Si	52.576	1.1	21.757	0.208	0.125	-0.722
Si	49.985	3.971	21.642	0.228	0.016	-0.709
Si	53.132	7.158	21.757	-0.061	-0.264	-0.688
Si	50.042	9.224	21.609	0.095	0.195	-0.682
Si	53.112	12.465	21.478	-0.088	-0.154	-0.673
Si	55.315	14.706	21.79	0.32	0.247	-0.673
Si	58.411	1.072	22.014	-0.248	-0.04	-0.752
Si	55.837	4.225	21.728	-0.229	-0.184	-0.737
Si	58.094	6.455	21.774	0.28	0.283	-0.772
Si	55.329	9.362	21.655	0.171	-0.042	-0.671
Si	58.656	12.39	21.911	-0.255	-0.082	-0.689
Si	60.921	14.563	21.81	0.077	0.144	-0.749
Si	64.166	1.579	21.561	-0.1	-0.065	-0.676
Si	61.546	4.301	21.868	-0.361	-0.214	-0.735
Si	63.71	6.626	21.841	0.176	0.321	-0.672
Si	61.129	9.612	22.104	0.089	-0.113	-0.737
Si	64.387	12.562	21.745	-0.291	-0.158	-0.694
Si	3.042	2.646	24.333	-0.045	-0.044	-0.107
Si	8.386	5.105	24.07	0.118	-0.063	-0.124
Si	1.384	6.948	26.185	0.048	0.076	-0.136
Si	5.27	8.568	23.751	0.07	0.05	0.142
Si	3.194	10.792	23.717	0.035	0.04	0.057
Si	4.466	15.673	26.507	0.012	-0.034	-0.031
Si	10.742	15.905	28.826	-0.024	-0.111	-0.102
Si	15.953	4.591	25.932	-0.038	-0.084	0.024
Si	13.546	8.287	24.105	0.144	-0.03	-0.136
Si	10.048	6.674	28.16	-0.098	0.093	0.021
Si	9.401	12.887	24.869	0.061	-0.036	-0.097
Si	10.904	16.104	25.83	-0.035	0.02	-0.09
Si	14.161	3.289	23.803	-0.004	-0.014	-0.172
Si	23.698	2.722	24.283	-0.034	-0.081	-0.101
Si	15.161	12.819	24.692	0.059	0.077	-0.088
Si	20.596	8.211	26.693	-0.014	0.024	-0.075
Si	12.595	2.141	26.285	0.049	-0.035	-0.026
Si	20.192	15.28	25.796	-0.011	-0.052	0.096
Si	27.751	6.407	30.928	-0.129	0.085	-0.072
Si	20.582	6.167	24.621	-0.077	-0.08	-0.027
Si	19.975	12.534	28.652	0.009	0.04	0.052
Si	25.181	10.888	23.755	0.124	0.094	0.039
Si	19.453	14.989	29.893	-0.049	0.066	0.01
Si	21.886	16.747	23.695	0.118	0.015	-0.007
Si	28.381	4.406	26.297	0.032	-0.023	-0.079
Si	26.492	2.225	25.183	-0.019	0.004	-0.034
Si	27.689	8.492	26.774	-0.025	0.162	0.026
Si	32.345	12.512	24.473	0.073	0.032	-0.012
Si	23.204	5.249	25.978	-0.053	0.006	0.001
Si	32.425	15.428	24.018	-0.11	0.096	-0.219
Si	30.083	5.082	23.888	0.048	0.128	-0.077
Si	39.396	9.301	24.508	-0.082	-0.009	0.021
Si	26.99	8.36	23.796	-0.066	0.058	-0.108
Si	32.996	2.239	28.144	-0.073	-0.015	0.055
Si	29.803	7.093	28.656	-0.045	-0.159	0.068
Si	33.186	15.781	26.914	0.075	0.062	-0.088
Si	38.449	2.327	23.832	0.025	0.061	0.019
Si	38.012	4.864	29.223	0.033	0.075	0.098
Si	36.714	5.051	26.463	-0.08	0.095	-0.073
Si	36.61	1.286	29.286	-0.075	-0.063	-0.042
Si	35.128	14.915	28.831	0.075	-0.058	0.011
Si	38.969	16.204	30.432	0.023	0.026	0.164
Si	42.69	2.727	30.424	0.015	0.004	0.006
Si	48.119	16.469	24.637	0.094	-0.054	-0.151
Si	34.614	3.645	29.947	-0.034	0.033	0.076
Si	38.835	6.856	25.935	0.064	-0.003	-0.007
Si	37.159	8.659	27.935	0.011	0.13	0.014
Si	38.537	1.311	26.784	-0.004	-0.105	-0.103
Si	50.443	1.367	26.437	-0.024	-0.107	-0.031
Si	49.036	13.717	23.682	-0.013	0.028	-0.048
Si	43.802	7.894	23.718	-0.071	-0.008	-0.015
Si	45.128	8.88	26.156	-0.004	-0.007	-0.031
Si	47.461	14.965	29.18	-0.028	0.141	0.069
Si	51.72	15.198	27.85	-0.028	0.143	-0.136
Si	56.699	2.851	29.066	0.075	-0.077	-0.065
Si	51.612	5.48	23.856	-0.05	0.137	-0.114
Si	54.299	4.097	24.415	0.097	0.092	0.074
Si	50.442	9.428	24.591	0.087	-0.04	-0.1
Si	51.934	12.751	24.158	-0.032	-0.016	-0.149
Si	60.165	17.109	31.431	0.116	0.047	0
Si	60.271	3.387	26.668	0.056	-0.033	0.138
Si	1.425	9.828	30.204	0.069	-0.005	0.13
Si	57.868	5.166	27.827	0.08	0.096	0.042
Si	59.701	7.538	24.11	0.145	0.066	0.01
Si	56.113	1.02	26.854	0.083	-0.018	-0.064
Si	56.737	11.057	23.962	0.133	-0.004	-0.049
Si	63.79	12.318	26.587	0.05	0.082	-0.009
Si	4.054	2.171	27.259	-0.069	0.001	0.034
Si	61.552	6.041	25.874	-0.179	0.058	-0.067
Si	2.07	15.212	24.661	-0.029	-0.048	-0.093
Si	52.924	10.43	25.975	-0.025	-0.056	-0.07
Si	63.205	10.914	24.034	-0.016	-0.115	-0.11
Si	65.498	2.873	25.564	0.132	-0.034	-0.106
Si	6.657	1.237	30.552	0.115	-0.079	0.155
Si	63.117	7.685	30.568	0.089	-0.041	0.035
Si	7.73	8.498	27.885	0.035	-0.113	0.017
Si	63.196	15.075	28.031	-0.083	-0.087	0.036
Si	4.082	14.412	29.213	-0.021	0.054	-0.065
Si	8.455	16.646	23.95	-0.092	-0.059	-0.038
Si	14.786	4.613	28.658	-0.055	-0.087	-0.082
Si	2.642	4.713	30.253	-0.076	0.059	0.177
Si	11.474	8.172	26.028	0.066	-0.033	-0.046
Si	5.153	9.58	29.103	0.011	0.128	-0.016
Si	12.285	13.981	24.584	0.067	-0.087	-0.24
Si	11.812	4.264	28.417	0.039	0.068	0.115
Si	14.085	9.347	31.126	0.043	0.022	0.083
Si	8.097	2.689	25.747	0.111	0.041	-0.103
Si	11.105	11.265	29.22	0.056	-0.038	-0.027
Si	19.913	1.772	26.818	0.087	0.052	-0.079
Si	17.207	11.357	26.181	0.012	-0.072	-0.127
Si	15.505	2.106	30.315	0.059	0.179	0.085
Si	18.448	1.639	29.33	0.069	-0.007	0.169
Si	18.759	10.507	30.469	-0.005	0.014	0.133
Si	18.651	3.632	24.767	-0.084	0.017	-0.114
Si	17.246	14.203	26.315	0.022	0.009	-0.069
Si	25.163	2.11	27.994	0.049	0.141	0.038
Si	18.054	9.066	28.018	0.053	0.017	0.025
Si	22.339	3.438	28.132	-0.088	0.062	0.055
Si	21.559	9.922	24.521	0.067	0.105	-0.014
Si	22.5	7.664	28.904	-0.099	-0.017	0.107
Si	21.531	12.426	26.256	0.007	-0.045	-0.156
Si	30.252	2.758	31.192	0.079	-0.041	0.075
Si	26.532	4.822	28.665	0.037	-0.043	-0.087
Si	34.206	5.843	27.607	-0.022	-0.001	0.067
Si	24.995	6.99	27.496	0.072	-0.126	-0.092
Si	32.777	11.322	27.302	-0.001	-0.003	-0.014
Si	27.061	11.409	27.764	-0.004	0.127	0.063
Si	32.327	13.835	28.787	0.094	-0.028	0.057
Si	40.755	16.552	23.586	-0.061	-0.097	-0.047
Si	32.704	3.431	23.644	-0.094	0.031	-0.167
Si	34.988	11.219	23.746	-0.066	0.088	-0.171
Si	41.172	10.7	26.311	-0.088	0.058	-0.006
Si	30.329	13.892	31.03	-0.038	-0.024	0.152
Si	34.315	3.551	26.007	0.013	0.109	-0.094
Si	41.293	15.823	28.689	0.105	-0.109	0.051
Si	40.174	3.104	28.728	-0.037	0.079	0.018
Si	42.036	10.058	28.991	-0.035	0.039	0.075
Si	42.194	13.792	30.815	0.043	-0.105	0.057
Si	40.332	15.217	26.049	-0.099	-0.039	-0.049
Si	42.678	7.325	30.113	-0.11	-0.034	0.164
Si	45.995	5.659	23.602	0.049	-0.005	-0.111
Si	46.908	6.285	26.365	0.024	0.163	-0.093
Si	40.474	5.984	28.227	-0.012	-0.012	0.042
Si	49.933	6.907	25.935	-0.001	0.063	-0.002
Si	49.733	13.029	28.622	-0.061	-0.025	-0.023
Si	45.946	11.691	25.86	-0.04	-0.006	-0.068
Si	51.623	4.841	30.015	-0.061	0.005	0.227
Si	52.782	9.761	28.97	-0.036	-0.011	0.027
Si	58.5	7.415	30.817	0.017	-0.073	0.026
Si	53.074	1.604	24.825	-0.147	-0.118	-0.151
Si	53.359	14.841	25.411	0.004	0.001	-0.088
Si	56.147	13.44	25.787	0.051	-0.023	-0.001
Si	60.461	2.395	23.927	0.068	-0.01	-0.117
Si	57.006	16.289	29.221	0.048	0.113	-0.009
Si	49.443	3.061	28.817	0.022	-0.119	0.103
Si	56.752	15.856	24.267	0.035	-0.04	-0.094
Si	55.446	6.55	31.248	-0.026	0.144	0.218
Si	59.157	9.969	29.095	-0.03	-0.055	0.091
Si	64.602	16.339	25.825	0.046	-0.013	-0.094
Si	64.225	5.274	26.434	-0.025	-0.028	-0.033
Si	64.338	11.423	29.291	0.1	0.124	0.097
Si	1.607	12.324	25.718	-0.147	-0.067	0.044
Si	65.019	8.387	23.961	-0.075	-0.021	-0.065
Si	62.497	16.353	23.785	-0.011	0.063	-0.127
Si	64.922	14.141	30.21	0.024	-0.006	0.201
Si	64.155	2.332	30.163	-0.004	-0.024	0.09
Si	1.303	2.71	28.469	0.08	-0.085	0.059
Si	3.3	11.592	28.329	0.018	0.005	-0.141
Si	5.738	11.507	31.211	-0.101	0.063	0.147
Si	6.895	13.563	29.294	-0.045	-0.041	0.084
Si	3.734	2.14	30.947	0.008	-0.028	0.07
Si	1.973	16.054	30.746	-0.046	-0.057	-0.036
Si	6.185	4.275	27.594	0.113	0.056	0.085
Si	6.414	6.755	25.862	-0.087	-0.152	-0.072
Si	9.676	13.686	30.488	-0.024	-0.036	0.108
Si	9.827	10.462	26.575	-0.016	-0.012	-0.005
Si	8.249	0.771	28.036	-0.037	0.071	-0.021
Si	10.653	3.784	31.06	0.071	0.035	0.199
Si	7.645	4.148	30.471	-0.049	-0.072	-0.067
Si	18.956	10.793	23.66	0.063	0.068	-0.134
Si	14.044	9.172	26.907	-0.074	-0.044	-0.165
Si	7.251	14.45	26.541	-0.048	-0.037	0.051
Si	13.546	16.769	28.556	0.139	-0.05	-0.062
Si	14.142	11.446	28.933	-0.006	0.016	0.123
Si	11.369	8.371	30.42	-0.062	0.081	0.227
Si	16.055	6.975	27.62	-0.05	-0.114	-0.092
Si	15.332	14.419	28.659	0.047	-0.16	0.043
Si	16.833	14.627	31.278	0.021	-0.033	0.216
Si	19.488	3.867	31.252	-0.028	0.01	0.097
Si	26.185	15.802	29.101	0.027	-0.061	-0.014
Si	21.638	9.386	31.143	0.005	-0.152	0.165
Si	21.646	13.38	30.837	-0.017	0.152	-0.016
Si	24.503	12.153	26.52	0.123	-0.043	-0.014
Si	26.677	14.122	26.509	0.053	-0.064	-0.058
Si	22.02	5.101	30.608	-0.041	-0.095	-0.009
Si	30.473	3.972	28.252	-0.031	0.028	0.046
Si	32.596	8.448	28.529	0.018	-0.039	0.001
Si	28.056	11.749	30.812	-0.002	-0.094	0.033
Si	24.409	14.562	31.207	-0.016	0.089	-0.007
Si	27.635	0.995	31.301	-0.144	0.077	-0.027
Si	27.336	16.005	24.001	-0.122	-0.067	-0.164
Si	36.53	7.011	30.565	0.043	-0.057	0.064
Si	35.651	10.849	26.669	0.055	0.091	0.067
Si	33.883	8.232	31.261	-0.075	0.078	0.18
Si	38.384	10.851	26.844	0.044	0.072	-0.074
Si	39.906	11.615	30.439	-0.066	0.049	0.189
Si	37.496	13.407	30.156	-0.17	-0.017	-0.01
Si	46.927	4.849	29.116	0.201	0.042	0.008
Si	43.889	0.824	28.513	0.017	0.024	0.006
Si	44.613	10.93	28.286	-0.002	-0.076	-0.055
Si	44.724	14.211	24.71	0.043	0.052	-0.117
Si	44.82	14.849	30.461	-0.05	0.028	0.158
Si	45.95	16.266	26.697	0.007	-0.072	-0.01
Si	49.198	17.067	30.899	-0.009	0.006	0.102
Si	44.415	5.146	30.549	0.018	-0.041	0.013
Si	41.834	13.032	24.739	-0.013	0.011	-0.13
Si	46.457	10.042	30.493	-0.032	-0.009	0.087
Si	49.206	11.483	31.173	-0.096	0.053	0.187
Si	53.816	2.759	30.351	0.124	-0.04	0.167
Si	49.948	8.697	28.392	-0.032	0.067	-0.147
Si	47.772	7.567	30.33	-0.061	-0.081	0.044
Si	48.934	11.043	26.616	-0.082	-0.182	0.051
Si	55.28	6.232	26.449	0.035	0.144	0.01
Si	54.133	16.52	28.904	0.15	0.089	-0.09
Si	58.056	14.882	31.429	-0.023	-0.094	0.069
Si	53.58	6.764	28.893	-0.064	-0.006	0.075
Si	61.508	1.174	28.715	0.071	0.005	-0.036
Si	55.793	9.388	26.126	0.014	-0.02	-0.037
Si	59.44	7.693	27.066	0.042	-0.141	-0.074
Si	56.562	11.475	28.277	-0.09	-0.008	-0.05
Si	63.287	5.033	29.292	-0.058	0.106	0.021
Si	2.491	5.388	23.738	-0.058	0.008	-0.043
Si	54.652	11.475	30.815	0.072	0.042	0.153
Si	61.939	10.312	30.358	-0.045	-0.029	0.087
Si	2.816	7.531	28.915	-0.2	0.037	-0.012
Si	60.867	5.776	30.735	0.044	-0.085	-0.042
Si	1.4	14.955	5.474	0.02	0.005	-0.01
Si	4.089	1.358	5.453	0.015	-0.008	0.001
Si	1.328	4.112	5.5	-0.008	0.001	0.008
Si	4.085	6.836	5.51	0.006	0.002	0.009
Si	1.341	9.519	5.526	0.012	0.001	0.003
Si	4.08	12.249	5.555	-0.012	0	0.009
Si	6.798	15.04	5.514	-0.02	0.012	-0.002
Si	9.485	1.438	5.488	-0.011	-0.007	-0.006
Si	6.781	4.101	5.49	-0.017	-0.006	0.012
Si	9.531	6.801	5.483	0.007	-0.011	-0.012
Si	6.787	9.557	5.492	-0.001	0.004	0.014
Si	9.495	12.293	5.538	0.007	0.027	0.009
Si	12.17	15.013	5.594	0	0.022	0.028
Si	14.942	1.48	5.562	-0.003	0.001	0.015
Si	12.165	4.171	5.473	-0.017	0.013	-0.007
Si	14.932	6.86	5.432	-0.002	0.006	-0.003
Si	12.243	9.513	5.53	0.015	-0.008	0.005
Si	14.933	12.275	5.555	-0.004	-0.003	0.003
Si	17.692	15.006	5.513	0.01	-0.004	0.001
Si	20.38	1.383	5.436	-0.011	-0.006	0.006
Si	17.623	4.129	5.437	-0.003	0.002	-0.012
Si	20.404	6.804	5.43	-0.013	0.007	-0.001
Si	17.663	9.498	5.489	0.004	-0.006	0.013
Si	20.415	12.259	5.457	-0.011	-0.013	0.004
Si	23.144	14.902	5.394	-0.007	-0.01	-0.011
Si	25.9	1.301	5.334	-0.001	-0.003	-0.014
Si	23.126	4.034	5.407	-0.01	0	0.004
Si	25.869	6.748	5.359	0.005	-0.005	-0.004
Si	23.154	9.5	5.352	-0.004	-0.01	-0.004
Si	25.834	12.175	5.338	0.005	0.012	0.001
Si	28.524	14.885	5.365	-0.005	0.009	-0.004
Si	31.226	1.291	5.407	0	0.009	-0.013
Si	28.6	4.008	5.299	0.014	-0.01	-0.009
Si	31.299	6.667	5.321	0.023	-0.004	-0.013
Si	28.525	9.417	5.411	-0.004	0.007	0.004
Si	31.277	12.166	5.45	0.012	0.003	0.01
Si	33.996	14.876	5.433	0.009	0.001	0.019
Si	36.71	1.3	5.454	-0.003	0.005	0.032
Si	33.978	4.032	5.482	0.015	0.01	0.014
Si	36.715	6.818	5.434	-0.003	0.004	0.002
Si	34.017	9.388	5.374	0.011	-0.024	0
Si	36.723	12.118	5.437	0.005	-0.004	-0.002
Si	39.469	14.875	5.485	0.009	0.001	0.009
Si	42.201	1.354	5.482	-0.001	0.006	0.014
Si	39.447	4.077	5.438	-0.007	-0.016	0.02
Si	42.201	6.776	5.45	-0.002	-0.002	0.015
Si	39.436	9.535	5.401	-0.008	0.011	0.01
Si	42.143	12.216	5.358	-0.015	0.008	-0.007
Si	44.901	14.942	5.396	0	0	0
Si	47.616	1.349	5.39	0	0.005	-0.002
Si	44.951	4.06	5.398	0.014	-0.011	0.005
Si	47.63	6.77	5.363	0.003	0.005	0.001
Si	44.921	9.472	5.415	0.003	-0.002	0.004
Si	47.665	12.23	5.415	-0.001	0.005	0.007
Si	50.326	14.967	5.397	-0.015	-0.006	0.007
Si	53.042	1.364	5.418	0.001	0.017	0.001
Si	50.354	4.042	5.425	0	0.005	0.004
Si	53.031	6.831	5.472	-0.016	-0.001	0.004
Si	50.323	9.519	5.405	-0.002	0.008	0.004
Si	53.041	12.28	5.461	0.012	0.01	0.006
Si	55.765	14.958	5.482	0.005	0.002	0.008
Si	58.506	1.372	5.523	0.006	0.001	0.013
Si	55.749	4.099	5.507	0.002	0.011	0.016
Si	58.486	6.863	5.504	-0.018	-0.007	0.012
Si	55.746	9.563	5.493	-0.002	0.003	0.001
Si	58.484	12.297	5.466	-0.002	0.021	0
Si	61.203	14.953	5.525	0	-0.005	0.005
Si	63.898	1.416	5.541	-0.014	-0.002	0.017
Si	61.221	4.124	5.5	0.001	-0.011	0.011
Si	63.89	6.838	5.464	-0.001	0.001	0.003
Si	61.218	9.556	5.431	0.012	-0.012	-0.007
Si	63.922	12.249	5.473	0.006	0.001	0.021
Si	2.741	16.324	6.845	0.022	-0.016	-0.004
Si	5.413	2.742	6.842	0.001	-0.006	-0.005
Si	2.704	5.471	6.854	0.004	-0.007	-0.005
Si	5.426	8.208	6.868	-0.019	0.008	-0.005
Si	2.703	10.888	6.885	0	-0.01	0.002
Si	5.426	13.664	6.868	-0.015	0.014	-0.006
Si	8.148	16.39	6.873	0.01	-0.007	-0.003
Si	10.851	2.783	6.851	0.007	-0.003	-0.003
Si	8.148	5.462	6.846	-0.002	-0.002	-0.007
Si	10.87	8.16	6.868	0.013	-0.005	-0.001
Si	8.138	10.91	6.869	0.004	-0.002	-0.01
Si	10.835	13.633	6.925	0.002	0.005	0.003
Si	13.575	16.393	6.879	0	0.012	-0.008
Si	16.328	2.798	6.886	-0.017	-0.009	0.005
Si	13.566	5.51	6.812	-0.008	-0.002	-0.007
Si	16.3	8.161	6.841	0.023	0.006	0.002
Si	13.585	10.893	6.886	-0.007	-0.002	-0.006
Si	16.327	13.635	6.863	0.011	0.008	-0.001
Si	19.066	16.347	6.845	0.001	-0.001	0.002
Si	21.769	2.706	6.788	0	0.001	0.005
Si	19.031	5.453	6.786	0.002	0.008	0.007
Si	21.786	8.164	6.751	-0.004	-0.005	0.01
Si	19.05	10.88	6.8	0.007	0.007	0
Si	21.791	13.59	6.807	-0.008	0	0.006
Si	24.515	16.286	6.722	0	0.001	-0.002
Si	27.245	2.663	6.703	-0.001	-0.007	-0.002
Si	24.495	5.41	6.734	-0.005	0	0.006
Si	27.187	8.08	6.778	0.001	0.001	0.013
Si	24.492	10.839	6.743	0.007	-0.001	-0.003
Si	27.177	13.533	6.73	0.005	-0.003	0.007
Si	29.875	16.248	6.753	-0.003	0	-0.003
Si	32.6	2.647	6.78	0.005	-0.002	-0.006
Si	29.936	5.346	6.715	-0.012	-0.002	-0.01
Si	32.632	8.048	6.72	-0.003	0.004	0
Si	29.901	10.789	6.759	-0.004	0.009	-0.001
Si	32.633	13.535	6.796	-0.014	0.002	-0.005
Si	35.346	16.253	6.791	0.004	-0.002	-0.005
Si	38.088	2.685	6.776	-0.006	0	-0.005
Si	35.358	5.426	6.783	-0.006	0	-0.001
Si	38.087	8.165	6.78	-0.003	0.011	-0.007
Si	35.352	10.764	6.772	-0.001	0	-0.007
Si	38.08	13.507	6.794	0.009	-0.004	-0.001
Si	40.822	16.285	6.801	-0.011	0.01	-0.006
Si	43.58	2.72	6.791	0.001	-0.003	-0.006
Si	40.82	5.421	6.795	0.002	0.015	-0.004
Si	43.555	8.14	6.794	0	-0.007	0.005
Si	40.799	10.88	6.763	-0.007	-0.003	-0.005
Si	43.521	13.572	6.732	0.006	-0.002	-0.006
Si	46.258	16.307	6.76	0.001	0.003	-0.006
Si	48.968	2.703	6.774	-0.003	0.002	-0.002
Si	46.289	5.425	6.764	-0.001	-0.01	-0.003
Si	48.959	8.151	6.753	-0.006	-0.002	0.001
Si	46.272	10.866	6.753	0.002	0.003	0
Si	48.993	13.602	6.784	0.001	-0.004	0
Si	51.686	16.319	6.779	-0.002	-0.005	-0.011
Si	54.385	2.717	6.825	-0.004	-0.003	-0.004
Si	51.677	5.437	6.799	-0.002	0.005	-0.002
Si	54.399	8.18	6.837	0.004	-0.008	-0.002
Si	51.682	10.881	6.784	0.004	-0.002	-0.007
Si	54.408	13.607	6.842	0.002	0	-0.001
Si	57.12	16.329	6.849	-0.004	-0.006	-0.008
Si	59.867	2.744	6.859	0.008	-0.004	0.005
Si	57.126	5.47	6.843	0.005	-0.001	0
Si	59.863	8.215	6.839	-0.001	-0.005	0.001
Si	57.133	10.917	6.83	0.009	-0.015	-0.006
Si	59.829	13.617	6.876	0	0.007	-0.003
Si	62.549	16.344	6.872	-0.002	0.011	0.007
Si	65.271	2.761	6.889	0.001	0	-0.001
Si	62.555	5.49	6.865	0.001	0.006	-0.002
Si	65.259	8.161	6.867	0.011	-0.005	-0.007
Si	62.561	10.896	6.839	-0.008	0.009	-0.008
Si	65.288	13.617	6.835	-0.004	-0.004	-0.002
Si	1.365	1.376	8.208	-0.002	0.007	-0.011
Si	4.06	4.107	8.212	-0.007	-0.007	-0.006
Si	1.347	6.82	8.233	-0.004	0.005	-0.001
Si	4.063	9.543	8.245	-0.009	-0.004	0.007
Si	1.348	12.265	8.228	0.017	0.004	-0.01
Si	4.071	14.992	8.247	-0.005	0.013	0.013
Si	6.77	1.405	8.228	-0.01	-0.014	-0.002
Si	9.495	4.118	8.227	0.003	-0.007	0
Si	6.79	6.833	8.208	0.006	0.003	-0.005
Si	9.503	9.539	8.21	-0.005	-0.004	-0.001
Si	6.779	12.283	8.219	0.006	0.002	-0.014
Si	9.485	15.02	8.244	0.007	0.012	0.001
Si	12.211	1.426	8.221	0.006	-0.004	0.001
Si	14.93	4.15	8.194	0.011	-0.001	-0.001
Si	12.234	6.827	8.227	0.013	0.007	0.002
Si	14.966	9.534	8.211	-0.008	0.006	-0.005
Si	12.218	12.252	8.234	-0.012	-0.016	-0.005
Si	14.949	14.999	8.203	-0.012	-0.008	-0.013
Si	17.691	1.385	8.194	0.012	0.001	-0.005
Si	20.405	4.078	8.133	-0.001	-0.021	-0.009
Si	17.682	6.801	8.171	-0.013	-0.004	-0.001
Si	20.423	9.51	8.135	-0.007	0.009	-0.001
Si	17.703	12.248	8.177	0.002	0.008	-0.007
Si	20.438	14.962	8.167	0.006	0.014	0
Si	23.154	1.325	8.107	-0.021	-0.01	-0.01
Si	25.869	4.03	8.072	-0.001	0.002	-0.015
Si	23.14	6.778	8.101	0.01	0.011	-0.006
Si	25.84	9.472	8.116	-0.002	0.001	-0.002
Si	23.143	12.197	8.133	-0.01	-0.002	-0.001
Si	25.845	14.913	8.104	-0.001	-0.013	-0.01
Si	28.552	1.308	8.118	0.007	-0.007	0.004
Si	31.26	4.014	8.133	-0.005	-0.01	0.001
Si	28.578	6.718	8.094	0.007	0.016	-0.004
Si	31.281	9.43	8.095	-0.001	-0.005	-0.005
Si	28.552	12.182	8.098	0.003	0.004	-0.005
Si	31.263	14.91	8.12	0.026	0.007	-0.001
Si	33.986	1.306	8.13	-0.003	-0.005	0.005
Si	36.726	4.054	8.123	0.009	0.009	0.002
Si	33.985	6.751	8.143	0	-0.006	0.001
Si	36.72	9.472	8.167	0.006	-0.001	0.005
Si	33.999	12.157	8.123	-0.002	0.003	-0.006
Si	36.719	14.894	8.132	-0.004	0.008	0
Si	39.445	1.324	8.137	-0.003	-0.002	0.007
Si	42.183	4.057	8.141	-0.004	-0.01	-0.003
Si	39.45	6.79	8.131	0.002	0.002	-0.001
Si	42.168	9.51	8.116	0.005	0.008	-0.007
Si	39.45	12.196	8.164	-0.002	-0.004	0.002
Si	42.189	14.927	8.136	0.003	0.007	-0.009
Si	44.918	1.346	8.144	0.016	0.018	0.001
Si	47.628	4.072	8.142	0.006	0.006	0.004
Si	44.91	6.77	8.133	-0.005	0	-0.007
Si	47.612	9.508	8.129	0	-0.006	-0.006
Si	44.886	12.22	8.103	-0.012	-0.01	0.002
Si	47.607	14.948	8.132	-0.006	-0.008	-0.001
Si	50.323	1.349	8.145	-0.007	-0.005	-0.007
Si	53.037	4.091	8.175	-0.001	0.007	-0.004
Si	50.313	6.803	8.143	-0.005	-0.02	-0.001
Si	53.033	9.538	8.177	-0.01	0.003	-0.001
Si	50.338	12.243	8.153	0.004	0.014	-0.004
Si	53.043	14.978	8.172	0.013	0.003	0
Si	55.756	1.372	8.193	-0.001	-0.007	0.002
Si	58.486	4.103	8.201	-0.005	0.002	-0.006
Si	55.764	6.825	8.197	0.005	0.007	0.001
Si	58.491	9.558	8.2	0.006	0.011	0.001
Si	55.768	12.253	8.205	-0.004	0.011	-0.001
Si	58.476	14.98	8.228	0.005	0.002	0.004
Si	61.202	1.382	8.238	0.001	-0.008	0.001
Si	63.91	4.126	8.239	0.014	0.002	-0.003
Si	61.192	6.84	8.222	0.005	-0.012	0.003
Si	63.909	9.54	8.221	-0.002	-0.014	-0.008
Si	61.201	12.25	8.215	-0.018	-0.008	0.001
Si	63.928	14.98	8.208	0	-0.001	-0.012
Si	65.279	16.343	9.578	0.008	-0.011	-0.003
Si	2.703	2.75	9.58	0.01	-0.012	-0.004
Si	65.269	5.473	9.607	0.007	-0.006	-0.005
Si	2.701	8.185	9.598	0	-0.005	0
Si	65.268	10.904	9.587	0.003	0.008	-0.01
Si	2.707	13.624	9.594	-0.003	0.007	0.001
Si	5.425	16.361	9.596	-0.002	-0.01	0.008
Si	8.135	2.759	9.585	-0.003	-0.001	-0.002
Si	5.423	5.475	9.571	0.002	0	-0.003
Si	8.144	8.188	9.578	0	-0.002	-0.005
Si	5.424	10.919	9.586	-0.023	0.001	-0.006
Si	8.132	13.641	9.584	-0.002	0.014	-0.001
Si	10.862	16.372	9.578	0.002	-0.001	0
Si	13.589	2.776	9.561	-0.005	0.006	-0.003
Si	10.867	5.47	9.58	0.011	-0.006	0.001
Si	13.601	8.185	9.568	-0.003	0.005	0.006
Si	10.86	10.893	9.579	0.016	0.01	0.003
Si	13.596	13.623	9.558	0.001	0.003	0.001
Si	16.326	16.344	9.55	0	-0.001	0
Si	19.07	2.73	9.527	0.003	-0.004	0.008
Si	16.32	5.471	9.548	-0.004	0.008	0
Si	19.061	8.159	9.505	0.006	0.001	0.003
Si	16.34	10.895	9.541	0.006	-0.001	0.002
Si	19.073	13.6	9.525	0.003	-0.004	0.006
Si	21.808	16.311	9.507	0.007	-0.005	0.013
Si	24.514	2.689	9.462	0	-0.01	-0.002
Si	21.786	5.426	9.477	-0.021	0.015	-0.001
Si	24.487	8.12	9.484	-0.015	0.01	0.007
Si	21.781	10.853	9.504	-0.003	-0.008	0.004
Si	24.502	13.561	9.485	-0.001	0.012	0.006
Si	27.2	16.268	9.478	-0.007	0.011	0.005
Si	29.908	2.66	9.492	0.008	0	0.007
Si	27.21	5.379	9.465	0.01	-0.011	-0.003
Si	29.921	8.087	9.466	0.007	-0.011	0.005
Si	27.205	10.829	9.469	-0.006	-0.001	-0.004
Si	29.911	13.539	9.47	-0.01	0.007	-0.008
Si	32.626	16.269	9.481	-0.009	0.009	0
Si	35.359	2.684	9.47	-0.005	0.006	-0.008
Si	32.627	5.38	9.487	-0.002	0.004	0.002
Si	35.347	8.112	9.506	-0.003	0.003	0.001
Si	32.626	10.807	9.471	0.01	0	-0.005
Si	35.354	13.535	9.483	0.007	-0.008	-0.006
Si	38.079	16.276	9.48	0.006	0.001	-0.002
Si	40.811	2.689	9.487	0	-0.012	-0.002
Si	38.086	5.416	9.482	-0.007	-0.005	-0.006
Si	40.812	8.149	9.486	-0.004	0.008	-0.001
Si	38.083	10.839	9.512	-0.003	0.005	0.007
Si	40.813	13.577	9.495	-0.01	-0.003	-0.003
Si	43.541	16.301	9.488	0.001	-0.01	-0.003
Si	46.262	2.715	9.502	0.007	-0.003	0.001
Si	43.535	5.425	9.494	0.006	0.003	-0.002
Si	46.25	8.147	9.49	-0.003	-0.002	0
Si	43.523	10.87	9.477	-0.007	0	-0.002
Si	46.236	13.584	9.479	-0.003	0.015	-0.001
Si	48.961	16.311	9.502	0.003	-0.001	-0.005
Si	51.674	2.718	9.516	-0.004	0.003	-0.005
Si	48.969	5.439	9.509	-0.008	0.011	0.002
Si	51.672	8.163	9.518	0.001	0.004	-0.008
Si	48.964	10.876	9.494	0.007	0.002	-0.007
Si	51.692	13.601	9.523	0.001	-0.007	-0.006
Si	54.404	16.325	9.546	-0.011	0.005	-0.002
Si	57.124	2.734	9.552	0.001	-0.001	0
Si	54.401	5.45	9.539	0.002	-0.011	-0.003
Si	57.127	8.183	9.552	0.004	-0.015	-0.001
Si	54.401	10.886	9.549	0.011	-0.013	-0.003
Si	57.122	13.608	9.579	-0.002	-0.002	0.001
Si	59.839	16.338	9.588	-0.005	0.022	0.003
Si	62.556	2.747	9.594	-0.004	-0.005	-0.003
Si	59.836	5.462	9.572	-0.005	0.003	0.001
Si	62.553	8.188	9.593	-0.002	0.003	0.001
Si	59.843	10.9	9.585	0.001	-0.005	0.003
Si	62.562	13.622	9.571	0.007	0	-0.007
Si	1.348	14.986	10.951	0.005	-0.005	0.002
Si	4.062	1.403	10.948	-0.005	0.008	0.001
Si	1.346	4.105	10.958	-0.008	-0.006	-0.005
Si	4.067	6.828	10.95	-0.01	0.005	-0.001
Si	1.348	9.553	10.959	0.005	-0.009	0.005
Si	4.072	12.272	10.958	-0.001	0.003	0.005
Si	6.78	14.995	10.952	-0.014	0.003	0.005
Si	9.499	1.4	10.941	0.006	-0.011	-0.001
Si	6.784	4.125	10.942	-0.001	-0.01	0.002
Si	9.509	6.834	10.937	0.014	0.003	0.001
Si	6.784	9.552	10.938	0.007	0.008	-0.002
Si	9.502	12.271	10.92	-0.01	-0.01	-0.008
Si	12.226	14.985	10.904	-0.007	0.01	-0.005
Si	14.96	1.395	10.893	-0.009	-0.001	0.002
Si	12.229	4.114	10.938	0.005	-0.004	0.006
Si	14.969	6.829	10.914	0.005	0.007	-0.001
Si	12.235	9.535	10.921	0.008	-0.012	0
Si	14.971	12.252	10.897	-0.002	-0.001	-0.002
Si	17.7	14.96	10.879	0.001	0.002	-0.007
Si	20.444	1.358	10.862	-0.001	-0.001	-0.005
Si	17.696	4.091	10.871	-0.005	-0.011	-0.01
Si	20.43	6.784	10.844	-0.001	-0.003	-0.007
Si	17.703	9.518	10.876	-0.002	0.009	-0.002
Si	20.428	12.217	10.872	0.006	0.008	0.004
Si	23.157	14.93	10.854	-0.013	-0.005	0.004
Si	25.855	1.322	10.841	-0.002	-0.009	0.004
Si	23.155	4.057	10.831	-0.004	-0.004	-0.008
Si	25.85	6.748	10.832	-0.005	0.022	-0.012
Si	23.137	9.479	10.854	-0.011	-0.001	-0.001
Si	25.862	12.193	10.84	0.011	-0.004	0
Si	28.57	14.909	10.835	0.012	-0.006	0
Si	31.28	1.309	10.846	0.012	0.003	0.007
Si	28.557	4.031	10.846	-0.009	-0.011	-0.001
Si	31.273	6.744	10.846	0.002	0.002	0.001
Si	28.56	9.461	10.823	0.004	0.013	-0.008
Si	31.27	12.178	10.832	0.005	0.004	0.004
Si	33.995	14.911	10.83	-0.005	0.007	-0.004
Si	36.725	1.329	10.829	-0.003	-0.009	-0.004
Si	34.002	4.034	10.84	0.002	-0.003	0.006
Si	36.72	6.759	10.853	-0.004	-0.001	0.005
Si	33.987	9.48	10.857	0.001	0.004	0.008
Si	36.721	12.203	10.857	0.013	0	0.004
Si	39.444	14.932	10.846	0.004	0.01	0.003
Si	42.169	1.332	10.847	-0.004	0.006	0.006
Si	39.446	4.053	10.84	0.006	0.01	0
Si	42.167	6.786	10.845	0.002	-0.001	-0.001
Si	39.45	9.488	10.863	-0.008	-0.001	0.003
Si	42.166	12.219	10.852	0.004	0.01	0.003
Si	44.884	14.94	10.854	0	0.003	0.005
Si	47.608	1.354	10.866	0.003	0.009	0.006
Si	44.887	4.068	10.855	-0.003	-0.01	0.002
Si	47.601	6.796	10.86	0.006	-0.007	0.001
Si	44.872	9.502	10.837	-0.001	-0.004	-0.002
Si	47.592	12.227	10.848	0.001	-0.015	0
Si	50.318	14.956	10.868	0.004	-0.003	-0.002
Si	53.04	1.37	10.884	0.006	-0.006	-0.006
Si	50.321	4.08	10.876	0.004	-0.001	0.003
Si	53.038	6.814	10.889	-0.008	0.002	-0.002
Si	50.314	9.528	10.873	-0.011	-0.001	-0.001
Si	53.045	12.251	10.903	0.002	0.015	0.003
Si	55.758	14.971	10.924	-0.005	0.003	0.003
Si	58.477	1.381	10.936	-0.002	-0.012	0.004
Si	55.762	4.096	10.905	-0.005	0.01	-0.001
Si	58.473	6.818	10.925	-0.004	0.001	0.003
Si	55.762	9.53	10.916	0.001	0.001	0.001
Si	58.483	12.252	10.948	0.007	0	0.005
Si	61.205	14.977	10.945	-0.007	-0.006	-0.005
Si	63.915	1.379	10.951	0.005	0.015	-0.003
Si	61.183	4.099	10.949	0.007	-0.002	-0.001
Si	63.905	6.831	10.966	0.009	-0.001	0.001
Si	61.192	9.541	10.956	-0.003	-0.007	0.006
Si	63.91	12.266	10.948	-0.003	0.002	-0.003
Si	2.71	16.351	12.303	-0.006	-0.001	0.003
Si	5.425	2.766	12.302	-0.007	-0.005	-0.002
Si	2.705	5.473	12.316	0.009	-0.008	-0.002
Si	5.425	8.198	12.309	-0.01	-0.006	-0.002
Si	2.714	10.914	12.321	0.005	0.004	-0.006
Si	5.436	13.632	12.32	-0.001	0.004	0.006
Si	8.151	16.35	12.3	-0.001	-0.001	0
Si	10.861	2.757	12.294	0.002	-0.006	0.002
Si	8.15	5.481	12.301	0.002	0	-0.001
Si	10.879	8.188	12.29	0.002	0.013	0.001
Si	8.151	10.917	12.285	0.005	0.009	0
Si	10.869	13.626	12.268	0.004	-0.001	0.001
Si	13.59	16.348	12.237	-0.004	-0.015	-0.006
Si	16.337	2.747	12.235	0.018	0.009	0.01
Si	13.605	5.478	12.271	0.009	0.004	0.006
Si	16.341	8.181	12.256	0.008	0.003	0.004
Si	13.609	10.89	12.257	-0.01	0.003	0.001
Si	16.345	13.598	12.248	-0.005	0.001	0.009
Si	19.077	16.319	12.215	0.006	-0.001	0.001
Si	21.808	2.711	12.218	-0.005	-0.003	0.01
Si	19.071	5.44	12.214	-0.002	0.009	-0.008
Si	21.789	8.116	12.22	-0.013	0.006	0.001
Si	19.068	10.857	12.237	-0.009	-0.008	0.006
Si	21.804	13.57	12.215	0.004	0.01	0.008
Si	24.51	16.287	12.218	0.001	-0.002	0.009
Si	27.208	2.678	12.215	0.009	0.007	0.004
Si	24.501	5.403	12.222	0.004	0	0.007
Si	27.2	8.111	12.193	0.004	-0.007	-0.005
Si	24.509	10.832	12.202	-0.016	0.002	0.003
Si	27.226	13.545	12.201	-0.001	0.008	-0.005
Si	29.923	16.271	12.203	0	0	-0.002
Si	32.648	2.67	12.195	-0.007	-0.005	0.001
Si	29.914	5.39	12.21	0.006	0.007	0.007
Si	32.623	8.115	12.206	0	-0.004	0
Si	29.909	10.818	12.196	-0.014	-0.014	0.001
Si	32.627	13.56	12.185	0.015	-0.003	0.002
Si	35.365	16.284	12.177	0.002	0.008	-0.005
Si	38.085	2.689	12.199	-0.006	-0.002	0.003
Si	35.357	5.399	12.205	0.003	-0.003	0
Si	38.082	8.126	12.208	0.008	0.002	-0.002
Si	35.353	10.85	12.209	0.003	0.014	-0.003
Si	38.085	13.57	12.205	-0.013	0.003	-0.004
Si	40.803	16.293	12.203	-0.008	-0.011	-0.001
Si	43.517	2.708	12.204	0.007	0.001	0.002
Si	40.801	5.42	12.196	-0.006	-0.009	-0.003
Si	43.516	8.15	12.21	-0.003	0.007	0.001
Si	40.802	10.864	12.216	0.002	-0.003	0.004
Si	43.514	13.585	12.215	-0.003	-0.003	0.001
Si	46.233	16.313	12.211	0.006	-0.005	-0.001
Si	48.955	2.722	12.231	0.003	-0.008	0.004
Si	46.236	5.437	12.215	0.002	0.015	0.001
Si	48.942	8.171	12.221	0.005	-0.002	0.001
Si	46.22	10.865	12.199	-0.01	-0.006	-0.003
Si	48.951	13.589	12.211	-0.001	0.01	-0.003
Si	51.68	16.319	12.225	-0.002	0.007	-0.008
Si	54.403	2.725	12.249	-0.009	-0.003	0.002
Si	51.677	5.447	12.235	0.003	-0.002	0.002
Si	54.403	8.16	12.268	0.006	-0.004	-0.001
Si	51.675	10.882	12.243	0.002	-0.003	-0.001
Si	54.402	13.605	12.278	0.004	0	0.005
Si	57.124	16.327	12.287	0.001	0.008	0.003
Si	59.828	2.733	12.317	-0.007	0.008	0
Si	57.116	5.449	12.282	-0.002	-0.004	-0.002
Si	59.822	8.171	12.301	0.003	-0.011	0
Si	57.118	10.879	12.297	-0.009	-0.004	0.006
Si	59.851	13.61	12.308	0.004	0.009	0.001
Si	62.551	16.341	12.323	0.008	-0.006	0
Si	65.262	2.745	12.318	0.01	-0.003	0.002
Si	62.534	5.461	12.314	-0.001	-0.006	-0.004
Si	65.266	8.197	12.325	-0.004	0.003	-0.003
Si	62.552	10.908	12.313	0.002	0.004	-0.002
Si	65.264	13.629	12.316	-0.002	-0.005	-0.007
Si	1.345	1.379	13.666	0.004	0.006	-0.003
Si	4.076	4.125	13.674	0.003	-0.013	0.004
Si	1.349	6.839	13.682	0.006	-0.001	0
Si	4.084	9.567	13.687	-0.008	0.003	0.006
Si	1.354	12.28	13.676	-0.006	0.008	0.004
Si	4.08	15.005	13.667	-0.004	0.001	0.005
Si	6.794	1.404	13.647	-0.007	-0.004	-0.005
Si	9.514	4.127	13.663	0.003	-0.003	0.007
Si	6.794	6.842	13.665	0.001	-0.001	-0.001
Si	9.516	9.561	13.635	-0.002	0.013	-0.01
Si	6.819	12.276	13.67	0.002	-0.021	-0.002
Si	9.511	14.974	13.645	-0.001	0	0.004
Si	12.227	1.368	13.613	0.006	-0.003	0.001
Si	14.986	4.116	13.598	-0.012	-0.005	0.001
Si	12.248	6.832	13.642	0.004	-0.002	0.003
Si	14.971	9.532	13.62	0.005	-0.005	0.002
Si	12.231	12.241	13.598	0.011	-0.003	-0.002
Si	14.958	14.976	13.564	-0.012	0.021	0.003
Si	17.72	1.379	13.558	-0.004	-0.018	0.001
Si	20.446	4.087	13.563	-0.016	0.007	-0.004
Si	17.716	6.799	13.576	0.002	0	-0.003
Si	20.422	9.463	13.575	0.01	0.001	-0.004
Si	17.702	12.212	13.6	0.006	-0.002	0.007
Si	20.439	14.939	13.556	-0.001	-0.007	-0.011
Si	23.161	1.34	13.582	0.003	0.002	0.007
Si	25.863	4.042	13.588	-0.006	-0.018	-0.003
Si	23.144	6.765	13.6	-0.021	0.01	0.003
Si	25.849	9.463	13.574	0.006	0.003	-0.004
Si	23.168	12.198	13.565	-0.003	-0.004	0.007
Si	25.882	14.912	13.557	0.009	-0.012	0.003
Si	28.577	1.318	13.566	-0.003	0.007	-0.001
Si	31.29	4.026	13.551	0.011	-0.013	0.006
Si	28.548	6.758	13.562	-0.016	0.013	-0.003
Si	31.251	9.461	13.571	0.011	0.01	0.008
Si	28.566	12.177	13.575	0.011	0.002	0.008
Si	31.282	14.917	13.567	-0.009	0.014	0.009
Si	34.021	1.318	13.549	0.013	-0.009	-0.001
Si	36.723	4.046	13.563	-0.011	0.005	0.006
Si	33.995	6.768	13.556	-0.004	0.01	0.004
Si	36.724	9.495	13.558	0.003	-0.013	0
Si	33.996	12.23	13.552	-0.006	0.005	0.006
Si	36.727	14.942	13.547	0.005	-0.001	-0.002
Si	39.451	1.334	13.562	0.014	0	0.006
Si	42.157	4.069	13.562	-0.003	0.004	-0.002
Si	39.442	6.766	13.565	0	0.004	-0.004
Si	42.154	9.503	13.575	0.004	-0.002	0.008
Si	39.442	12.224	13.578	-0.004	0.011	0.01
Si	42.149	14.939	13.579	0.002	0.009	0.007
Si	44.866	1.352	13.569	-0.012	0.007	0.005
Si	47.58	4.079	13.584	0.005	-0.001	0.005
Si	44.875	6.796	13.574	0.005	-0.016	0.002
Si	47.556	9.511	13.578	-0.002	0.008	0.002
Si	44.859	12.211	13.568	0.01	-0.004	0.002
Si	47.583	14.945	13.562	0.005	0.004	0.006
Si	50.324	1.359	13.574	0.016	-0.013	0.002
Si	53.05	4.096	13.593	-0.001	0.001	0.002
Si	50.299	6.811	13.572	-0.01	0.012	-0.002
Si	53.037	9.526	13.611	0.003	-0.006	0.006
Si	50.304	12.242	13.59	-0.001	0.003	0.006
Si	53.03	14.976	13.61	-0.011	0.005	-0.002
Si	55.76	1.374	13.627	0	-0.002	0.001
Si	58.453	4.088	13.669	-0.011	0.014	0.002
Si	55.767	6.807	13.646	-0.007	-0.016	0.005
Si	58.468	9.517	13.676	0.004	-0.008	0.004
Si	55.761	12.245	13.648	-0.002	0.008	0.006
Si	58.487	14.968	13.656	0.003	-0.01	-0.004
Si	61.182	1.373	13.695	-0.008	0.007	0.008
Si	63.886	4.1	13.679	-0.001	-0.002	0.002
Si	61.158	6.806	13.674	0.006	0.004	0.003
Si	63.903	9.556	13.685	0.005	-0.004	0.005
Si	61.199	12.253	13.692	0.004	-0.002	0.006
Si	63.903	14.976	13.693	0.004	-0.004	0.005
Si	65.264	16.35	15.041	0.008	-0.002	0.004
Si	2.724	2.734	15.006	-0.003	-0.002	0.001
Si	65.241	5.479	15.022	0.004	0.003	-0.007
Si	2.716	8.206	15.044	-0.003	-0.007	-0.009
Si	65.276	10.92	15.041	-0.012	-0.016	-0.003
Si	2.715	13.655	15.026	0	-0.002	0.003
Si	5.47	16.349	15.018	-0.009	0.005	-0.001
Si	8.134	2.772	15.01	-0.009	-0.009	0
Si	5.438	5.49	15.039	-0.003	0.012	0.007
Si	8.161	8.217	15.001	0.007	0.003	0
Si	5.472	10.926	15.041	-0.002	0.008	-0.003
Si	8.192	13.611	15.05	0	-0.003	0.007
Si	10.868	16.333	14.99	0.005	-0.014	0.007
Si	13.605	2.749	14.915	0	0.001	0.002
Si	10.889	5.489	15.012	-0.003	-0.003	0.009
Si	13.61	8.189	15	-0.009	0.007	0.008
Si	10.878	10.909	14.996	0.005	-0.008	0.005
Si	13.603	13.6	14.913	-0.003	0.012	0.008
Si	16.331	16.347	14.88	0.007	0.003	0.003
Si	19.085	2.74	14.912	0.002	-0.009	0.004
Si	16.356	5.476	14.953	0.013	0.002	0.003
Si	19.075	8.112	14.964	0.003	0	0.01
Si	16.341	10.862	14.988	0.005	0.016	0.006
Si	19.099	13.569	14.916	0.011	-0.004	0.01
Si	21.795	16.288	14.919	-0.016	-0.005	0.007
Si	24.515	2.691	14.965	0.008	0.001	0.01
Si	21.778	5.42	14.976	-0.006	-0.004	0.01
Si	24.511	8.109	14.97	-0.011	0.005	0.006
Si	21.814	10.805	14.893	-0.014	-0.006	0
Si	24.548	13.542	14.923	0.002	0.009	-0.003
Si	27.224	16.279	14.923	0.001	-0.001	0.001
Si	29.949	2.667	14.927	0.002	-0.003	-0.001
Si	27.219	5.406	14.953	0.014	0.019	0.002
Si	29.882	8.104	14.949	-0.005	-0.012	-0.001
Si	27.197	10.817	14.942	-0.003	-0.006	-0.007
Si	29.923	13.551	14.928	-0.001	-0.003	-0.002
Si	32.666	16.285	14.909	-0.003	0	-0.002
Si	35.369	2.682	14.921	0.002	-0.014	-0.002
Si	32.636	5.4	14.903	0.001	0.004	-0.001
Si	35.361	8.136	14.905	0.002	0.006	0.002
Si	32.618	10.863	14.875	0.012	0.004	-0.008
Si	35.353	13.611	14.911	-0.006	0.006	-0.002
Si	38.096	16.283	14.915	-0.01	-0.002	0.003
Si	40.809	2.7	14.922	-0.006	0.002	0.006
Si	38.083	5.408	14.925	-0.001	-0.007	0.005
Si	40.792	8.134	14.923	-0.006	-0.012	0.006
Si	38.072	10.864	14.924	-0.004	-0.005	0
Si	40.798	13.579	14.955	0.006	-0.002	0
Si	43.497	16.32	14.928	0.011	0.001	-0.007
Si	46.209	2.719	14.939	-0.001	-0.002	0.004
Si	43.512	5.436	14.922	-0.005	0.008	0.001
Si	46.198	8.161	14.965	-0.008	0.001	0.011
Si	43.504	10.858	14.948	0	0.009	0
Si	46.212	13.583	14.91	-0.006	0.005	-0.004
Si	48.952	16.308	14.904	0.003	0.007	-0.007
Si	51.676	2.738	14.923	0.009	-0.008	0.002
Si	48.919	5.475	14.927	0.007	-0.001	-0.003
Si	51.664	8.151	14.939	-0.006	-0.011	0.002
Si	48.907	10.886	14.918	0.001	-0.01	-0.002
Si	51.664	13.609	14.953	0.003	0.005	0.001
Si	54.401	16.333	14.968	0.003	0.002	0.006
Si	57.1	2.714	15.032	-0.003	-0.002	0.003
Si	54.419	5.421	14.985	-0.007	-0.004	0.004
Si	57.118	8.147	15.048	0.007	0	0.008
Si	54.391	10.878	14.992	0.012	0.01	0.004
Si	57.141	13.593	15.01	0.003	-0.003	-0.003
Si	59.822	16.315	15.056	-0.008	-0.004	0.001
Si	62.528	2.748	15.066	0.012	0.011	0.003
Si	59.792	5.447	15.048	-0.002	-0.01	0.001
Si	62.51	8.189	15.012	-0.007	-0.001	-0.01
Si	59.827	10.88	15.037	0.005	-0.01	-0.004
Si	62.552	13.611	15.073	0.001	0.003	0.001
O	1.98	15.453	23.064	0.042	0.564	-0.101
O	5.587	2.778	22.154	0.333	-0.053	0.453
O	3.14	6.503	22.807	-0.007	0.32	0.07
O	5.023	8.071	22.225	0.178	0.139	-0.173
O	4.242	8.269	28.968	0.158	-0.316	0.075
O	2.635	10.498	22.231	0.468	0.515	-0.108
O	4.124	12.09	23.44	0.367	0.158	0.424
O	3.413	15.859	25.291	-0.014	0.374	-0.434
O	4.892	0.795	27.115	0.398	-0.14	0.411
O	3.726	12.844	29.244	-0.186	-0.272	0.502
O	5.806	5.742	26.985	-0.269	0.13	0.124
O	11.033	2.791	22.095	-0.208	-0.09	0.225
O	7.257	4.601	23.03	-0.015	-0.084	0.412
O	9.472	5.98	23.224	-0.034	-0.283	0.307
O	12.285	7.521	24.796	-0.439	-0.531	0.074
O	8.258	10.869	22.179	0.081	-0.167	0.078
O	8.206	13.849	25.396	-0.233	0.04	-0.293
O	10.956	13.265	25.183	0.076	-0.294	0.308
O	12.205	14.197	22.97	0.103	-0.449	-0.127
O	17.98	3.405	23.297	-0.254	-0.423	0.39
O	17.215	15.882	32.258	0.059	0.407	-0.006
O	13.178	4.168	22.845	0.206	0.37	0.499
O	14.392	7.182	23.263	0.087	-0.42	0.351
O	19.562	12.058	22.848	-0.465	0.365	0.463
O	17.764	10.091	22.875	-0.165	0.263	0.288
O	12.971	9.444	23.104	0.173	0.523	0.353
O	10.673	15.398	27.277	-0.173	-0.435	0.063
O	17.609	12.738	26.912	0.103	0.021	0.707
O	16.816	13.933	22.01	0.218	-0.177	0.13
O	27.294	2.479	22.184	-0.124	0.015	0.149
O	19.757	4.795	24.641	-0.119	-0.004	0.059
O	18.132	4.458	31.893	-0.41	-0.002	-0.283
O	19.587	14.123	28.507	0.031	0.216	-0.496
O	13.627	13.207	25.054	-0.019	-0.051	0.578
O	25.432	11.373	27.606	-0.317	-0.399	0.284
O	22.58	6.405	29.882	0.511	-0.122	-0.044
O	20.763	15.841	24.398	-0.04	-0.172	-0.539
O	23.712	3.827	25.438	0.317	-0.236	0.3
O	35.558	16.362	29.447	-0.264	0.232	0.099
O	23.007	3.395	22.992	-0.303	-0.114	-0.058
O	24.564	5.327	22.208	0.098	0.074	0.411
O	26.558	7.379	31.481	-0.402	-0.028	-0.521
O	25.249	0.757	28.842	-0.275	-0.044	0.019
O	22.589	9.347	23.413	0.165	-0.197	0.119
O	34.375	11.626	27.265	0.217	0.493	0.298
O	27.367	13.692	21.902	-0.063	-0.074	0.097
O	29.756	10.762	21.979	-0.122	0.075	0.399
O	32.222	14.549	27.335	-0.48	-0.094	-0.629
O	32.501	2.355	22.465	0.384	0.29	-0.34
O	32.595	8.143	22.252	-0.164	-0.117	0.388
O	28.973	4.399	22.948	-0.357	0.279	0.322
O	37.789	0.975	30.358	0.031	0.292	0.353
O	27.487	5.218	27.395	0.197	0.343	-0.089
O	31.555	11.855	23.245	-0.062	-0.338	0.112
O	34.709	15.285	27.282	0.503	0.031	-0.386
O	35.847	3.947	25.645	0.337	-0.096	-0.633
O	33.595	14.952	23.011	0.08	-0.358	0.343
O	35.441	16.411	22.072	0.185	-0.122	0.406
O	37.127	1.794	23.079	-0.313	-0.091	0.161
O	33.723	4.559	23.115	0.126	0.494	0.596
O	37.699	7.933	22.028	0.07	0.139	0.376
O	39.305	9.758	22.981	0.152	0.668	-0.149
O	34.366	10.039	22.842	-0.106	-0.21	0.382
O	33.918	12.388	24.082	0.22	0.419	0.248
O	37.249	1.276	27.779	-0.156	0.073	-0.347
O	38.111	13.567	22.176	-0.04	0.067	0.246
O	42.776	8.897	29.822	0.395	0.339	0.002
O	45.12	14.997	23.327	0.519	0.208	0.143
O	38.218	2.167	25.424	-0.467	0.441	0.364
O	42.369	7.334	23.204	-0.445	-0.05	0.596
O	39.064	6.087	29.026	-0.216	0.547	0.16
O	43.447	13.638	21.958	0.129	0.132	0.295
O	43.12	14.004	24.756	-0.083	0.173	-0.073
O	43.562	2.688	22.164	-0.201	0.137	0.418
O	47.807	0.719	23.15	-0.039	-0.25	0.039
O	46.232	5.447	25.168	-0.359	-0.537	0.272
O	47.914	3.586	28.932	-0.285	-0.382	-0.194
O	44.878	6.773	23.304	-0.074	0.154	-0.118
O	46.534	5.547	27.728	-0.612	0.1	0.086
O	47.357	6.18	22.912	0.416	-0.047	0.263
O	57.095	16.266	27.606	0.579	-0.419	-0.432
O	46.196	10.891	22.23	-0.131	-0.098	0.539
O	48.001	12.561	23.204	0.008	0.041	0.685
O	45.537	12.797	24.756	0.034	-0.235	-0.582
O	50.361	13.084	24.361	-0.013	-0.039	0.658
O	49.503	14.467	22.351	-0.465	-0.114	-0.2
O	51.46	16.261	22.087	0.128	0.093	0.259
O	54.611	0.75	27.443	-0.476	0.14	-0.255
O	51.204	9.423	29.112	-0.022	0.08	0.172
O	50.454	4.807	22.957	-0.4	0.305	0.296
O	51.837	9.372	25.414	0.24	-0.416	0.234
O	52.261	6.758	23.087	-0.067	0.348	0.221
O	50.681	9.707	23.028	0.569	0.121	0.25
O	52.237	11.977	22.767	-0.04	-0.47	0.236
O	52.53	11.862	25.361	0.286	0.316	0.228
O	55.554	15.343	23.287	-0.186	0.088	0.384
O	63.903	11.201	27.754	-0.048	-0.724	-0.232
O	60.782	4.884	32.075	-0.609	-0.023	0.042
O	62.652	5.443	22.186	-0.091	-0.09	0.138
O	48.512	6.218	26.227	-0.04	-0.545	0.224
O	55.215	3.728	23.142	0.299	-0.206	0.137
O	56.971	5.329	22.083	-0.173	-0.026	0.092
O	54.263	8.251	22.243	0.022	-0.221	0.543
O	55.829	10.351	22.84	-0.04	0.333	0.263
O	58.09	11.621	23.256	0.343	0.043	0.146
O	59.792	13.496	22.355	0.069	0.009	0.216
O	61.445	1.161	24.227	-0.234	-0.169	0.199
O	63.793	6.545	29.626	0.335	0.121	-0.394
O	64.502	1.615	25.634	-0.642	-0.015	-0.243
O	59.058	7.992	25.518	-0.266	0.172	0.068
O	64.285	7.102	23.298	-0.045	-0.294	0.557
O	0.695	8.915	22.788	0.045	-0.123	-0.009
O	56.959	9.939	25.123	0.556	-0.34	0.065
O	59.5	9.139	27.755	-0.07	0.138	-0.425
O	65.313	12.513	26.034	-0.017	0.07	0.013
O	3.468	4.109	23.772	0.316	-0.074	-0.379
O	7.12	13.336	27.711	0.143	-0.553	-0.133
O	0.767	15.862	25.335	0.113	0.19	0.454
O	1.744	8.271	29.893	-0.358	-0.462	0.133
O	7.889	15.803	27.144	0.103	0.135	-0.268
O	5.655	13.796	22.362	0.042	0.034	0.242
O	6.872	8.112	26.584	-0.043	0.297	-0.115
O	5.772	14.854	26	-0.182	-0.093	-0.648
O	27.103	14.832	25.109	0.177	-0.155	-0.213
O	13.217	5.05	28.689	-0.065	0.571	0.257
O	11.698	16.859	32.92	-0.09	-0.092	-0.512
O	10.669	9.498	25.58	0.191	0.17	-0.509
O	10.949	7.299	29.319	-0.004	-0.214	0.172
O	10.038	12.222	29.948	-0.084	-0.139	0.223
O	62.967	11.553	30.159	0.01	0.652	-0.039
O	15.958	6.194	26.199	-0.168	0.365	-0.447
O	16.447	14.87	27.556	0.273	0.595	0.167
O	2.109	13.643	24.965	0.073	-0.105	0.027
O	19.44	2.335	25.363	0.03	-0.165	-0.333
O	14.134	10.661	27.516	-0.124	0.199	-0.559
O	15.149	3.617	29.866	-0.052	0.277	0.329
O	26.14	16.425	22.928	-0.35	-0.446	0.304
O	63.098	13.67	27.191	-0.184	0.069	0.065
O	10.793	11.206	27.635	0.424	0.264	-0.088
O	18.367	11.21	25.078	0.054	-0.121	0.292
O	18.591	1.813	27.741	-0.729	0.164	-0.21
O	18.998	5.372	21.931	-0.015	0.159	-0.064
O	22.125	5.911	25.003	0.057	0.227	-0.332
O	20.64	6.874	23.169	0.395	0.524	0.086
O	45.62	10.055	31.872	-0.148	-0.198	-0.058
O	24.448	6.276	26.141	0.403	0.204	-0.305
O	30.367	3.517	29.789	-0.192	0.026	0.036
O	36.774	7.935	29.292	-0.093	0.123	-0.084
O	55.78	7.768	26.21	0.327	-0.055	0.139
O	26.08	3.281	28.637	-0.077	-0.061	0.256
O	20.891	14.82	30.642	0.116	0.461	0.386
O	43.913	8.193	25.307	-0.327	-0.027	0.352
O	24.797	3.574	32.798	0.229	-0.165	-0.294
O	53.388	1.322	29.776	-0.375	-0.131	0.209
O	31.786	14.034	24.535	-0.57	0.091	0.423
O	32.528	9.743	27.56	-0.178	-0.217	-0.242
O	20.416	5.138	30.868	-0.1	0.39	-0.346
O	64.016	3.948	30.239	0.39	0.077	0.249
O	22.264	9.018	29.723	0.004	0.338	-0.494
O	9.085	11.49	25.599	-0.547	-0.225	0.054
O	26.293	7.9	27.311	-0.06	0.376	0.101
O	27.787	16.52	32.698	-0.637	0	0.412
O	54.324	13.432	21.989	0.308	-0.288	0.201
O	58.51	13.406	31.872	-0.284	-0.33	-0.476
O	39.893	16.473	29.144	-0.042	0.385	-0.075
O	2.406	1.292	30.528	-0.234	0.237	-0.472
O	4.957	10.235	30.587	-0.619	-0.47	0.237
O	3.45	8.721	32.884	0.177	0.137	-0.357
O	2.309	7.546	27.366	0.039	0.242	-0.088
O	19.143	16.554	29.75	0.082	0.083	0.235
O	52.844	3.847	29.707	0.223	-0.104	-0.57
O	36.896	12.964	31.597	-0.17	-0.462	-0.225
O	1.699	10.253	31.741	0.099	0.303	-0.162
O	5.668	14.602	29.503	0.24	0.589	0.427
O	43.042	4.293	30.576	-0.165	0.092	0.153
O	33.534	4.921	26.445	-0.731	0.262	-0.467
O	53.512	16.41	25.135	0.309	-0.033	0.089
O	39.718	1.435	23.417	0.338	0.316	-0.459
O	40.713	5.442	22.353	-0.161	-0.146	0.273
O	39.204	7.7	24.619	0.267	-0.435	-0.25
O	36.283	11.863	23.032	0.002	0.062	0.47
O	52.936	10.58	27.583	0.125	0.26	-0.076
O	39.852	11.505	26.874	0.201	0.331	0.068
O	40.612	10.392	29.661	-0.284	-0.545	0.038
O	33.124	11.523	32.843	0.047	0.083	-0.426
O	37.354	4.433	27.812	0.083	-0.261	0.161
O	20.435	16.553	26.784	0.532	0.008	0.284
O	13.833	3.599	32.828	0.081	-0.054	-0.58
O	8.798	9.621	27.48	0.201	0.334	0.287
O	42.115	0.647	22.861	0.164	-0.037	0.39
O	49.123	7.948	29.546	0.37	-0.046	-0.041
O	42.098	13.862	32.426	-0.108	0.222	0.226
O	35.826	9.405	27.391	-0.606	-0.443	0.094
O	38.892	3.568	29.639	-0.283	-0.343	0.264
O	44.204	9.246	22.938	-0.457	0.38	0.418
O	42.176	11.845	25.799	0.626	0.019	0.239
O	15.126	12.4	23.136	-0.607	-0.225	0.154
O	38.274	9.826	28.103	0.291	-0.058	0.529
O	61.895	16.066	28.004	-0.216	-0.149	-0.168
O	49.516	10.598	25.186	-0.26	0.225	-0.474
O	48.299	14.839	24.605	-0.337	-0.301	0.511
O	45.009	12.003	27.152	-0.186	0.52	-0.155
O	47.523	5.99	30.106	0.065	-0.174	0.391
O	9.637	13.7	32.106	-0.14	0.323	-0.129
O	44.936	5.431	32.051	-0.303	0.4	0.027
O	22.534	4.875	27.402	0.095	0.306	0.146
O	52.777	4.391	23.979	-0.081	-0.413	-0.135
O	40.864	4.424	28.08	0.326	-0.104	-0.215
O	50.806	14.205	28.688	0.018	0.012	0.55
O	49.766	1.867	29.874	0.121	0.088	-0.035
O	1.429	2.551	24.533	-0.117	-0.146	-0.145
O	54.181	2.72	25.284	0.429	-0.161	0.328
O	62.951	14.652	32.938	-0.152	-0.106	-0.235
O	56.31	0.751	25.269	-0.232	0.186	-0.171
O	60.895	2.272	27.674	-0.16	-0.101	-0.131
O	40.471	13.817	25.205	-0.569	-0.149	-0.372
O	41.727	9.704	27.444	-0.074	-0.423	-0.137
O	52.135	6.278	29.457	-0.398	0.392	-0.265
O	56.923	7.103	30.909	-0.159	-0.078	0.072
O	1.961	11.086	24.722	-0.031	-0.301	0.191
O	55.558	10.659	31.907	-0.083	0.081	-0.199
O	35.476	14.748	32.782	0.075	0.125	-0.286
O	62.854	3.537	32.943	-0.066	0.146	-0.059
O	36.243	3.097	32.866	-0.002	0.006	-0.311
O	39.886	16.214	31.765	0.322	-0.152	-0.382
O	15.007	2.204	22.917	0.574	0.047	0.344
O	61.657	15.152	23.131	0.26	-0.444	0.482
O	5.366	7.283	24.737	-0.155	-0.482	-0.067
O	51.707	1.947	25.614	-0.242	0.189	0.14
O	60.883	6.948	27.046	0.199	0.146	0.391
O	45.664	10.178	25.334	0.367	-0.143	-0.299
O	55.618	11.875	29.555	0.04	0.415	-0.167
O	53.047	15.369	28.738	0.005	-0.568	0.092
O	22.929	15.761	22.913	0.5	0.052	0.245
O	64.425	15.897	27.362	0.461	0.359	0.532
O	65.146	2.764	22.134	-0.091	0.144	0.655
O	8.732	1.988	27.071	0.255	-0.004	0.088
O	2.699	1.936	28.118	0.152	-0.59	0.023
O	54.432	7.562	32.029	0.074	0.06	-0.368
O	50.931	16.567	27.507	-0.068	0.167	0.137
O	1.487	4.041	29.358	-0.338	0.399	-0.178
O	13.638	1.27	27.167	0.519	0.035	-0.266
O	64.184	11.871	23.196	0.425	0.233	0.418
O	35.417	10.526	25.119	0.062	-0.705	-0.214
O	61.922	10.664	23.08	-0.082	0.365	-0.113
O	59.179	15.924	31.891	0.012	0.096	0.669
O	44.411	15.847	29.285	0.167	-0.082	-0.342
O	3.209	14.375	33.121	0.071	-0.023	-0.103
O	63.137	6.31	25.834	0.192	0.385	-0.317
O	6.997	1.086	28.986	-0.256	-0.001	-0.222
O	31.103	14.351	29.7	0.071	0.63	-0.26
O	21.336	7.997	31.963	0.031	-0.529	-0.258
O	6.805	11.021	32.295	-0.137	0.282	-0.358
O	58.51	6.868	23.284	-0.153	0.052	0.505
O	63.542	14.745	29.589	-0.429	0.181	0.34
O	1.509	16.072	32.285	-0.643	0.134	-0.126
O	61.379	4.468	26.204	0.295	-0.13	0.068
O	5.041	1.292	30.576	-0.406	-0.256	-0.091
O	54.735	14.214	25.984	0.08	-0.159	0.233
O	23.726	15.94	31.693	0.222	0.433	-0.5
O	6.945	5.143	31.533	-0.084	0.225	-0.144
O	49.73	2.528	27.314	-0.355	0.309	-0.338
O	59.196	7.439	32.272	0.279	0.043	-0.125
O	10.457	5.117	28.155	-0.293	-0.15	0.027
O	49.448	0.771	25.313	0.161	-0.026	-0.118
O	8.231	14.156	29.955	-0.078	0.434	0.169
O	29.827	15.139	31.918	0.392	0.195	-0.236
O	9.619	15.954	24.853	0.159	-0.423	-0.137
O	47.856	7.907	31.909	-0.147	0.154	-0.058
O	23.859	7.93	28.103	0.288	0.802	-0.064
O	24.473	11.327	25.123	-0.443	-0.094	-0.044
O	11.498	3.389	29.741	0.279	-0.451	-0.075
O	51.277	4.829	31.601	-0.039	-0.264	-0.114
O	12.623	11.814	29.375	0.022	0.344	-0.003
O	50.3	10.611	31.964	0.021	-0.221	-0.241
O	40.839	9.746	25.058	0.369	-0.227	-0.086
O	15.854	15.005	30.07	-0.231	0.326	-0.062
O	13.982	15.23	28.309	-0.481	-0.194	-0.422
O	53.41	10.618	30.199	-0.344	0.149	0.388
O	31.418	16.42	23.182	-0.451	-0.174	0.344
O	2.201	4.95	31.783	0.024	0.044	-0.119
O	24.809	8.935	32.692	-0.014	-0.176	-0.023
O	14.722	10.399	30.057	0.589	-0.126	-0.078
O	58.063	11.133	28.814	0.406	0.177	0.068
O	26.409	1.998	31.629	-0.235	0.238	-0.324
O	32.638	7.519	32.031	-0.091	-0.29	-0.473
O	12.097	3.429	27.088	0.008	0.126	-0.189
O	63.561	0.711	22.79	0.373	-0.188	0.083
O	13.855	14.818	32.959	-0.176	-0.133	-0.176
O	16.034	13.482	32.134	-0.077	-0.464	-0.286
O	18.257	14.193	30.657	0.078	-0.234	0.23
O	28.407	5.892	32.292	-0.182	0.35	0.071
O	39.56	11.089	31.942	-0.192	0.299	-0.16
O	20.271	10.166	30.877	-0.015	0.039	-0.225
O	21.057	2.696	27.493	0.097	-0.04	-0.132
O	3.635	2.439	32.524	-0.156	0.463	0.108
O	29.319	5.321	25.316	0.056	0.499	0.319
O	59.421	6.233	30.158	-0.254	-0.487	-0.696
O	3.589	1.55	23.274	0.059	-0.544	0.333
O	33.016	16.144	25.35	0.116	0.301	0.028
O	53.602	8.374	28.882	0.237	0.157	0.11
O	54.376	9.897	25.524	0.116	0.224	-0.285
O	57.407	1.498	29.694	0.368	0.235	0.445
O	56.581	12.7	27.181	0.274	0.108	0.339
O	10.427	7.151	26.664	-0.013	-0.317	-0.171
O	23.617	2.495	27.929	-0.205	-0.175	-0.217
O	19.16	2.916	30.006	0.203	0.094	-0.352
O	57.483	4.274	29.154	0.148	0.111	0.582
O	36.929	5.451	30.276	-0.066	-0.326	0.285
O	15.011	12.818	28.763	0.109	-0.209	-0.125
O	61.675	4.985	29.562	-0.349	-0.152	-0.404
O	61.78	9.997	31.936	0.25	-0.346	-0.305
O	65.521	6.09	26.909	0.089	-0.022	0.544
O	65.667	6.313	32.901	-0.147	-0.152	-0.374
O	27.345	3.575	25.382	-0.217	0.143	-0.483
O	41.15	16.271	25.121	0.558	0.423	0.027
O	41.249	2.486	29.752	-0.304	-0.46	0.256
O	29.315	3.456	27.232	0.051	-0.636	-0.135
O	40.943	3.789	32.919	-0.115	0.07	-0.531
O	7.213	16.38	31.551	0.211	-0.486	-0.303
O	4.072	9.538	24.258	-0.209	-0.023	0.712
O	48.276	13.69	28.659	-0.478	-0.346	-0.4
O	34.974	7.076	30.983	-0.193	-0.387	0.026
O	25.288	14.693	29.866	0.042	-0.177	-0.108
O	26.861	12.152	31.83	0.024	-0.435	-0.147
O	31.387	13.074	31.91	0.453	-0.338	-0.278
O	8.958	3.787	24.875	0.403	-0.133	0.262
O	12.54	8.623	27.164	-0.062	-0.222	0.475
O	38.382	14.718	30.362	0.019	0	0.026
O	25.738	1.788	26.532	0.17	-0.384	-0.163
O	48.368	15.956	30.08	-0.074	0.021	-0.263
O	22.977	12.339	26.981	0.072	0.059	0.199
O	54.853	5.445	25.103	-0.08	0.219	-0.315
O	15.697	5.94	28.809	0.324	-0.07	0.586
O	46.327	7.802	26.341	0.01	0.362	-0.084
O	33.382	2.61	29.669	-0.265	-0.06	0.63
O	43.148	11.242	28.912	-0.209	0.535	0.079
O	59.535	2.142	32.036	-0.004	0.359	-0.509
O	28.836	10.534	31.565	0.043	-0.359	-0.385
O	56.67	15.252	32.151	-0.357	-0.039	-0.128
O	44.074	6.556	29.833	0.512	0.156	-0.335
O	48.954	2.809	22.165	-0.08	-0.1	0.314
O	3.823	3.612	30.296	0.34	0.044	-0.051
O	46.67	3.531	32.772	-0.134	0.124	-0.184
O	48.966	9.764	27.632	-0.471	-0.101	0.252
O	42.667	2.061	31.898	0.031	-0.411	-0.054
O	47.488	11.706	26.35	0.16	0.449	-0.059
O	55.33	3.055	29.892	-0.05	0.371	-0.138
O	45.549	4.326	29.76	0.065	-0.461	0.147
O	21.706	9.072	25.883	0.367	0.091	0.267
O	38.958	16.081	26.364	-0.315	-0.287	-0.091
O	46.565	8.546	29.862	-0.526	-0.149	-0.313
O	35.948	2.724	29.692	0.328	0.073	0.133
O	22.693	10.316	31.962	0.073	0.653	-0.228
O	34.33	2.547	27.266	0.407	-0.179	0.169
O	60.876	6.473	24.464	0.447	-0.049	-0.325
O	54.748	6.192	29.853	0.129	-0.269	-0.117
O	49.882	12.177	27.265	0.508	0.129	-0.235
O	28.861	7.12	29.986	0.094	0.566	-0.139
O	25.265	5.804	28.565	-0.289	0.113	0.173
O	37.834	7.659	26.892	-0.058	-0.055	-0.14
O	0.82	3.175	27.016	-0.175	0.209	0.202
O	8.507	7.152	28.413	-0.309	-0.315	0.332
O	6.554	12.164	29.992	0.461	-0.338	-0.551
O	29.06	12.992	30.626	-0.188	0.259	-0.373
O	21.621	11.511	24.912	0.232	0.385	-0.327
O	6.701	9.137	28.952	0.277	0.148	0.465
O	25.33	14.141	32.459	-0.122	0.452	0.063
O	65.401	13.785	22.132	-0.066	0.046	0.504
O	13.281	10.211	32.22	0.217	0	-0.19
O	57.861	16.412	23.221	-0.141	-0.312	0.199
O	64.08	8.065	31.817	-0.12	0.21	-0.146
O	58.615	8.867	30.141	0.019	-0.043	0.158
O	39.735	2.144	27.507	0.127	0.085	-0.438
O	57.892	15.097	29.838	0.286	-0.339	-0.437
O	61.555	16.722	32.155	0.119	0.231	-0.053
O	57.181	14.57	25.186	0.427	0.116	0.023
O	31.099	8.007	28.923	-0.037	0.167	0.117
O	60.235	11.792	32.9	-0.018	0.246	-0.565
O	7.098	4.382	28.947	0.017	0.337	-0.1
O	6.65	9.385	23.486	0.471	-0.072	0.582
O	7.303	2.656	31.002	-0.067	0.068	0.703
O	64.394	1.842	31.703	0.277	-0.494	-0.024
O	58.387	6.719	27.836	-0.177	0.308	0.283
O	17.537	7.56	27.799	0.314	-0.371	0.12
O	4.882	3.383	27.922	-0.003	-0.054	0.432
O	62.864	11.701	25.405	-0.657	0.123	0.255
O	5.513	6.722	32.846	-0.192	-0.039	-0.373
O	15.586	1.977	31.92	0.088	-0.158	-0.146
O	42.399	7.107	31.703	-0.253	-0.452	0.032
O	52.797	14.12	24.086	0.198	0.394	-0.219
O	30.361	5.602	28.271	0.216	0.003	-0.072
O	30.718	6.389	23.135	-0.379	0.059	0.337
O	18.886	16.047	22.029	0.04	-0.064	0.425
O	63.352	15.722	24.999	-0.179	-0.673	0.168
O	28.956	7.776	27.462	0.16	-0.132	-0.111
O	56.022	10.101	27.573	-0.246	-0.317	0.317
O	38.902	5.855	32.873	0.135	0.053	-0.137
O	20.383	11.862	27.249	-0.329	-0.613	-0.214
O	21.999	1.032	32.879	0.22	-0.205	-0.291
O	33.409	16.75	32.749	0.114	-0.076	-0.548
O	5.282	0.164	0.054	0.085	0.136	0.117
O	34.48	4.229	31.456	-0.571	0.061	-0.144
O	20.996	12.721	32.16	-0.225	-0.459	0.07
O	60.52	10.635	29.661	0.026	0.372	0.047
O	10.775	14.704	29.894	0.29	0.02	-0.104
O	14.344	9.038	25.307	0.506	0.48	-0.121
O	8.567	9.17	32.84	-0.17	0.003	-0.478
O	4.772	12.589	31.933	-0.102	-0.001	-0.566
O	4.626	10.69	28.018	0.428	-0.139	-0.601
O	44.623	9.445	27.587	-0.26	-0.274	0.182
O	11.226	1.344	25.988	-0.378	0.39	-0.357
O	13.287	2.513	24.894	0.088	-0.305	0.232
O	12.25	15.468	25.204	0.53	0.245	-0.163
O	11.584	4.786	31.978	-0.293	0.57	-0.103
O	9.239	4.444	30.606	-0.006	0.354	-0.395
O	38.545	12.214	29.754	-0.237	-0.104	-0.214
O	31.801	3.238	27.698	-0.018	0.2	-0.529
O	2.323	10.687	29.207	-0.157	0.091	-0.156
O	10.908	9.841	29.953	-0.117	0.215	0.22
O	11.34	11.848	32.88	-0.169	-0.095	-0.331
O	33.49	2.767	24.876	0.067	-0.602	0.276
O	46.77	14.386	32.922	-0.021	-0.078	-0.432
O	62.817	1.74	29.477	-0.001	0.011	0.012
O	56.477	5.329	27.03	0.063	-0.325	-0.016
O	41.2	9.108	32.73	-0.146	-0.067	-0.525
O	21.636	13.586	22.15	-0.196	-0.223	0.589
O	16.672	6.43	32.78	0.048	0.141	-0.253
O	25.147	13.624	26.298	-0.331	0.302	0.022
O	15.199	8.422	31.846	0.396	0.001	-0.527
O	0.653	8.053	25.25	0.342	0.264	0.347
O	40.217	6.559	26.735	0.512	0.03	-0.162
O	19.288	14.512	33.179	0.052	0.095	-0.381
O	17.933	10.771	31.844	-0.635	0.169	-0.393
O	41.843	15.143	30.028	-0.129	0.275	0.456
O	28.618	15.598	23.074	0.426	0.176	0.224
O	20.269	2.958	32.32	0.064	0.014	0.016
O	32.109	11.737	25.878	-0.329	-0.434	0.102
O	24.254	10.877	22.409	-0.147	0.246	-0.09
O	15.041	8.21	27.707	0.025	0.098	0.485
O	19.351	9.033	33.196	-0.186	-0.191	-0.137
O	49.959	12.07	29.888	0.323	-0.118	-0.164
O	21.322	12.47	29.558	0.388	-0.339	-0.225
O	22.798	5.03	32.009	-0.15	0.196	-0.124
O	41.078	12.726	30.388	-0.104	0.055	-0.095
O	26.247	12.007	23.304	0.403	-0.015	0.602
O	3.283	15.195	30.358	0.254	0.005	0.223
O	7.636	1.446	24.799	-0.443	-0.012	0.19
O	45.135	15.05	26.02	-0.086	-0.226	0.26
O	25.283	2.384	24.085	0.289	0.173	-0.241
O	10.912	8.07	22.254	0.006	-0.173	0.261
O	35.671	6.198	26.992	0.23	0.634	-0.092
O	7.689	6.082	25.143	0.248	0.188	0.399
O	30.051	3.833	32.374	0.12	-0.164	-0.007
O	30.479	8.889	32.71	-0.193	0.139	-0.347
O	27.556	1.068	24.812	0.784	0.133	0.412
O	59.024	4.253	27.187	-0.006	0.115	0.268
O	64.869	13.582	31.737	0.18	-0.379	-0.141
O	54.002	12.726	31.66	0.303	0.034	-0.459
O	62.654	8.991	29.729	-0.048	-0.001	-0.778
O	31.559	1.92	31.647	0.477	-0.151	-0.46
O	20.988	1.353	22.701	0.355	0.491	0.051
O	45.726	10.996	29.437	0.303	0.423	-0.028
O	3.714	14.908	27.719	-0.551	-0.097	0.018
O	15.748	11.544	25.5	-0.373	-0.549	0.383
O	34.424	4.927	28.943	-0.076	0.03	0.185
O	37.405	7.625	31.767	0.244	0.413	-0.414
O	65.4	1.881	29.213	0.055	-0.646	-0.093
O	34.581	9.429	32.112	0.28	-0.106	-0.411
O	36.318	13.813	29.094	0.168	-0.105	-0.486
O	16.908	1.624	29.72	0.097	-0.408	-0.406
O	14.386	1.129	29.729	-0.125	-0.291	0.104
O	32.2	12.235	28.516	-0.167	-0.348	0.436
O	53.558	2.795	31.946	-0.372	0.274	-0.118
O	19.516	9.186	27.362	0.115	0.621	0.225
O	1.14	4.865	23.026	-0.362	0.057	0.418
O	9.448	16.821	29.074	-0.186	0.121	0.559
O	46.91	15.772	27.899	0.381	0.059	0.158
O	56.497	2.486	27.466	0.265	0.509	-0.134
O	59.369	2.132	22.777	0.167	0.229	-0.028
O	55.621	5.234	32.161	-0.49	-0.122	0.024
O	28.995	1.783	31.018	-0.054	0.009	-0.2
O	38.292	10.048	25.422	-0.502	0.075	-0.04
O	40.981	14.811	27.472	0.348	-0.454	0.138
O	48.651	12.714	32.057	0.099	0.334	-0.084
O	44.833	15.691	31.858	-0.56	0.424	-0.254
O	25.786	9.419	23.986	-0.245	-0.205	0.35
O	55.464	16.005	29.653	-0.062	-0.438	0.503
O	7.438	15.6	23.233	0.1	-0.068	0.306
O	3.083	6.059	29.507	0.462	-0.182	0.099
O	42.362	16.859	28.066	-0.324	0.358	-0.264
O	17.467	4.045	25.793	0.345	0.156	0.477
O	43.883	11.81	32.869	-0.224	0.06	-0.069
O	10.279	2.445	31.881	-0.528	-0.261	-0.162
O	28.073	8.929	22.768	0.114	-0.385	0.411
O	49.686	8.029	24.803	-0.498	-0.012	-0.072
O	48.228	1.542	31.92	-0.352	-0.089	-0.279
O	50.378	16.326	31.748	0.205	0.002	-0.425
O	17.133	10.143	27.228	-0.17	-0.062	-0.096
O	21.12	13.971	26.023	0.306	0.106	0.042
O	49.516	6.247	32.842	0.014	0.074	-0.396
O	46.288	14.328	30.085	0.066	-0.557	0.054
O	15.19	3.935	27.217	-0.379	-0.588	-0.079
O	61.266	3.668	23.347	0.001	0.161	0.333
O	27.745	8.152	25.196	0.509	-0.51	-0.18
O	16.342	8.2	21.955	0.034	0.058	0.428
O	22.797	1.407	24.625	-0.175	-0.212	0.776
O	12.985	8.341	30.494	0.271	-0.369	-0.282
O	54.989	17.162	32.835	0.178	0.012	-0.601
O	35.679	5.823	22.098	0.08	0.063	0.269
O	15.178	4.286	24.552	0.352	0.339	-0.205
O	60.375	0.899	29.843	-0.43	0.003	-0.096
O	27.378	16.304	30.074	0.5	0.031	-0.338
O	52.247	8.976	32.739	-0.169	0.146	-0.604
O	57.456	9.134	33.016	0.028	-0.055	-0.432
O	59.726	2.671	25.326	-0.702	-0.054	0.183
O	64.6	4.192	25.279	-0.442	0.195	-0.613
O	53.972	6.244	27.412	-0.289	-0.421	-0.433
O	26.773	15.185	27.733	0.161	0.067	0.065
O	37.019	11.733	26.873	-0.199	0.713	-0.133
O	38.825	3.786	23.198	-0.201	0.321	0.47
O	45.48	4.271	22.983	0.15	-0.498	0.156
O	60.287	8.709	23.17	-0.285	-0.047	-0.07
O	26.369	6.99	23.19	-0.03	-0.36	0.526
O	57.618	3.68	32.902	0.098	-0.143	-0.594
O	52.151	14.461	32.577	-0.152	-0.126	-0.386
O	41.56	6.771	29.095	-0.093	0.271	-0.4
O	50.464	7.597	27.305	0.665	-0.281	0.157
O	38.211	1.14	33.1	0.017	-0.111	-0.504
O	37.94	5.56	25.535	0.077	-0.094	-0.527
O	51.016	5.877	25.31	0.129	-0.29	0.442
O	27.707	10.096	27.06	0.157	0.149	-0.386
O	6.857	3.517	26.336	-0.078	-0.111	-0.32
O	63.928	9.506	24.367	0.057	-0.189	0.528
O	22.234	3.765	29.71	0.221	-0.621	0.062
O	19.893	7.174	25.678	-0.462	0.066	0.142
O	9.394	12.86	23.26	-0.086	0.27	0.025
O	27.52	12.782	26.973	0.485	-0.135	-0.384
O	65.233	12.784	29.362	0.455	0.013	-0.491
O	18.592	14.948	25.8	-0.005	0.064	-0.261
O	32.68	17.009	27.861	-0.528	0	0.103
O	48.93	8.092	22.017	0.074	0.036	0.164
O	63.614	4.609	27.778	0.086	-0.326	-0.177
O	41.636	12.361	23.261	-0.236	-0.433	0.1
O	55.97	12.313	24.635	-0.609	0.014	-0.059
O	13.683	16.34	22.229	0.134	-0.03	0.621
O	47.957	10.575	30.742	-0.105	-0.275	0.149
O	2.506	12.085	27.031	0.342	0.13	0.157
O	52.175	14.543	26.463	-0.411	-0.43	-0.09
O	61.752	7.058	31.163	-0.085	0.341	0.481
O	12.029	16.809	29.063	0.128	0.456	0.585
O	43.785	13.595	30.505	0.133	-0.315	-0.238
O	44.891	1.041	27.266	0.057	0.536	-0.147
O	40.051	15.262	22.902	0.296	-0.118	0.235
O	52.971	1.707	23.208	0.109	0.232	0.346
O	33.755	14.279	29.462	-0.099	-0.148	0.305
O	65.173	10.169	29.854	-0.394	-0.279	0.244
O	21.306	7.388	27.865	-0.181	-0.463	-0.003
O	31.296	4.035	24.125	0.072	-0.403	0.16
O	10.654	7.941	31.817	0.246	-0.103	-0.102
O	20.107	9.69	23.86	-0.266	-0.392	-0.335
O	2.243	5.974	25.213	0.349	0	0.157
O	3.717	2.573	25.758	0.288	0.16	0.024
O	0.747	15.309	29.985	-0.05	0.126	-0.727
O	18.069	9.319	29.613	-0.405	-0.179	0.188
O	18.8	11.751	29.432	-0.476	0.1	-0.176
O	50.351	4.353	29.16	-0.171	0.215	-0.186
O	23.241	13.484	30.967	0.027	-0.58	-0.264
O	43.852	2.074	29.518	0.311	0.245	0.026
O	9.229	1.113	22.815	0.084	-0.079	0.071
O	33.356	7.179	27.857	0.038	-0.072	-0.53
O	27.233	5.119	30.087	-0.188	-0.5	0.09
O	46.873	16.915	25.554	-0.087	0.357	-0.199
O	16.196	14.033	25.066	-0.1	0.465	-0.201
O	33.382	8.869	29.871	0.148	0.205	-0.033
O	27.478	11.39	29.34	-0.347	-0.357	0.071

Results
total energy: -406612.100 eV
total energy less fixed offsets of O -438.35, Si -107.03 eV per atom: 0.700 eV
